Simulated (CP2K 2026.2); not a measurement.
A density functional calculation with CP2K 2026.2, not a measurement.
Periodic cell of 1398 atoms, Si912O486, from a study of silicon, its oxide and their interface. The atomic structure is a simulated model.
Doubt: the forces sum to 6.78 eV/angstrom along one axis rather than to zero, so they err by at least 0.0048 eV/angstrom per atom on average; the grid cutoff is modest.

Settings: functional PBE; method Gaussian and plane waves; basis set DZVP-MOLOPT-SR-GTH; pseudopotentials GTH-PBE; grid cutoff 300 Ry, relative cutoff 40 Ry; k points Gamma only; occupations fixed; spin none; net charge 0.

Cell vectors (angstrom)
a, 46.1613, 0, 0
b, 0, 15.3871, 0
c, -5.2711, -0.5255, 34.2717

Atoms and the computed forces on them: element, x, y, z (angstrom), force x, y, z (eV/angstrom)
Si, -3.1256, 0.6719, -2.8975, -0.0936, -0.0669, 0.0949
Si, -3.9959, 3.4484, -3.0603, -0.1231, -0.0527, 0.1014
Si, -1.4565, -7.5979, -5.0652, -0.0208, 0.1269, 0.0982
Si, -3.5672, 7.5046, -0.3429, -0.0578, -0.3739, 0.5756
Si, -0.2347, 0.046, -3.0247, 0.0205, 0.0228, 0.1168
Si, 0.7821, 2.8467, -3.3792, 0.0022, 0.02, 0.0971
Si, -5.4953, 4.9508, -7.2034, -0.0826, 0.0218, -0.0289
Si, -2.069, -5.0873, -3.2699, 0.0496, -0.0861, -0.0172
Si, 4.8355, 0.4365, -2.6089, -0.0656, 0.1263, 0.1749
Si, 3.8611, 3.303, -2.8697, 0.0133, 0.0321, 0.1578
Si, 3.3029, -7.6219, -2.9362, 0.0504, 0.0878, 0.194
Si, 3.2225, -4.4354, -3.1084, -0.0673, -0.0075, 0.2454
Si, 7.9065, -0.1273, -2.2354, 0.1577, 0.0602, 0.6243
Si, 8.6266, 2.4004, -4.0647, -0.0732, -0.0961, 0.1609
Si, 12.3998, 5.3924, -5.1836, 0.0978, -0.0621, -0.0634
Si, 8.2998, -3.1205, -2.9189, -0.134, 0.1213, 0.2765
Si, 0.9566, 0.0446, -0.2543, 0.6711, 0.1115, 0.3996
Si, -0.381, 4.4514, -1.0251, 0.1896, 0.0653, 0.6641
Si, 0.4781, -8.5095, -2.9283, 0.0422, 0.0075, 0.1161
Si, -0.897, -6.6966, -1.0805, -0.1058, -0.0676, 0.0624
Si, 3.3033, 0.0455, 0.1689, -0.4352, -0.0153, 0.545
Si, 4.5856, 3.8518, 0.0958, 0.347, -0.1097, 0.6146
Si, 4.2653, -7.709, 0.06, -0.2597, -0.0183, 0.786
Si, 4.0213, -3.8825, -0.1156, -0.2266, 0.0869, 0.726
Si, 8.3988, 0.0555, 0.0393, 0.0505, 0.0612, -0.0531
Si, 7.0785, 3.9266, 0.1811, -0.442, -0.1483, 0.5891
Si, 7.381, -7.6284, 0.1719, 0.1326, -0.048, 0.7781
Si, 7.2133, -3.7633, -0.0298, 0.1589, 0.0583, 0.7864
Si, 10.8152, 0.154, -0.1967, -0.3308, 0.3436, 0.516
Si, 11.8811, 3.9114, -0.2168, -0.2119, -0.0792, 0.7956
Si, 9.4356, -7.9686, -2.2663, -0.066, -0.0534, 0.0833
Si, 10.2238, -5.3723, -3.8537, -0.1643, -0.1136, 0.1476
Si, 0.097, 2.3172, 1.6177, -0.011, 0.3273, 0.4785
Si, 0.0922, 4.7491, 1.2914, -0.0624, -0.0474, 0.0305
Si, -0.0363, -5.3442, 1.546, -0.0081, -0.1131, 0.7495
Si, 0.0328, -2.2634, 1.5844, -0.0033, 0.1762, 0.6923
Si, 3.9182, 1.9576, 1.3871, -0.0075, 0.0404, -0.0153
Si, 3.9722, 5.7331, 1.3609, 0.0145, 0.0212, -0.0701
Si, 3.8061, -5.7629, 1.3102, 0.0514, -0.0151, -0.0834
Si, 3.7648, -1.9594, 1.3015, 0.0424, -0.0106, -0.0213
Si, 7.7372, 1.9552, 1.3043, -0.0174, 0.0438, -0.0075
Si, 7.607, 5.8066, 1.4792, 0.0144, 0.0116, -0.0204
Si, 7.6317, -5.6446, 1.3678, -0.045, -0.039, -0.0349
Si, 7.71, -1.8574, 1.2861, -0.0453, -0.0588, 0.0088
Si, 11.5918, 1.9586, 1.17, 0.0196, 0.0398, -0.0589
Si, 11.5549, 5.7606, 1.2257, 0.0202, 0.0217, -0.0652
Si, 11.4833, -5.3778, 1.4698, 0.0316, -0.153, 0.7704
Si, 11.4998, -2.2944, 1.4535, 0.0035, 0.2328, 0.7508
Si, -1.929, 1.86, 2.7074, 0.0403, 0.0032, 0.0542
Si, -1.8366, 5.6037, 2.5332, 0.0043, 0.0487, 0.0518
Si, -1.9653, -5.7376, 2.8002, -0.0159, -0.0033, -0.007
Si, -1.9483, -1.9946, 2.7914, -0.009, -0.0325, -0.0376
Si, 2.0481, 1.9667, 2.8401, 0.0067, -0.0741, 0.0325
Si, 1.9472, 5.6118, 2.5631, 0.0017, 0.059, 0.0112
Si, 1.9326, -5.7834, 2.732, -0.0148, 0.0059, -0.0033
Si, 1.9829, -2.012, 2.8338, -0.0274, 0.0421, -0.0108
Si, 5.8355, 1.8591, 2.7381, 0.0052, 0.0327, -0.0326
Si, 5.7533, 5.8069, 2.8827, -0.0125, -0.0102, 0.0151
Si, 5.7116, -5.7171, 2.7315, -0.0211, 0.0152, 0.0367
Si, 5.7444, -1.8652, 2.6424, -0.0319, -0.0216, -0.0352
Si, 9.6887, 2.0419, 2.6321, 0.0154, -0.073, -0.0277
Si, 9.6456, 5.7826, 2.6467, -0.0399, 0.0616, 0.0202
Si, 9.5432, -5.6764, 2.7439, 0.0379, -0.0071, 0.0047
Si, 9.5638, -1.9703, 2.7453, -0.0083, 0.0141, -0.0337
Si, -1.9244, -0.0418, 4.0846, 0.0495, 0.0028, -0.0067
Si, -1.9577, 3.8011, 4.0608, 0.0185, 0.0199, -0.0409
Si, -1.8773, 7.5862, 3.951, 0.0254, 0.0014, -0.0549
Si, -1.9497, -3.8654, 4.208, 0.0187, -0.0016, 0.0552
Si, 1.9682, -0.0262, 4.0988, -0.0293, -0.0192, 0.0074
Si, 2.0034, 3.87, 4.1602, -0.0334, 0.0158, -0.0089
Si, 1.8872, 7.5922, 3.957, -0.0265, 0.0003, -0.0382
Si, 1.9743, -3.9153, 4.1792, -0.0411, -0.0132, 0.0072
Si, 5.7676, -0.0234, 4.1103, -0.0107, -0.0184, 0.0302
Si, 5.7892, 3.8076, 4.1104, -0.003, 0.0473, -0.0228
Si, 5.7396, 7.7623, 4.1406, -0.004, 0.0147, 0.0035
Si, 5.7457, -3.7855, 4.0618, 0.029, -0.001, -0.0392
Si, 9.634, 0.0518, 3.986, 0.0275, 0.0003, -0.0422
Si, 9.6507, 3.8934, 4.0653, 0.0217, 0.0289, -0.0238
Si, 9.6139, -7.6682, 4.0147, 0.0103, -0.0161, -0.0048
Si, 9.558, -3.8245, 4.1746, 0.0236, 0.0141, -0.0003
Si, 0.0173, -0.0215, 5.4294, 0.0107, -0.0026, 0.0344
Si, 0.0027, 3.831, 5.4089, -0.0102, 0.0074, 0.0226
Si, 0.0017, 7.6478, 5.3767, 0.023, 0.021, 0.0419
Si, 0.0181, -3.8737, 5.492, -0.0159, -0.0015, 0.0138
Si, 3.8572, -0.0146, 5.488, -0.0217, 0.0284, -0.0036
Si, 3.8938, 3.8439, 5.5151, 0.0296, -0.0367, 0.025
Si, 3.7822, 7.6778, 5.4215, -0.0198, -0.0091, -0.0017
Si, 3.8796, -3.8461, 5.5074, 0.0206, 0.0028, 0.0058
Si, 7.7289, 0.0094, 5.408, 0.0065, 0.0027, 0.014
Si, 7.7224, 3.857, 5.4313, -0.0103, -0.0075, 0.058
Si, 7.7051, -7.6716, 5.4302, 0.014, -0.0013, 0.0044
Si, 7.6327, -3.8227, 5.4804, -0.0152, 0.0018, 0.0268
Si, -3.8447, -0.0081, 5.4393, -0.0191, -0.0196, 0.012
Si, -3.8275, 3.8573, 5.4649, -0.0058, -0.0369, 0.0463
Si, -3.8013, -7.7188, 5.3724, 0.008, -0.0052, -0.0156
Si, -3.8766, -3.8491, 5.5221, 0.0077, -0.0029, 0.007
Si, 0.0045, 1.8839, 12.2956, -0.0089, -0.005, -0.0102
Si, -0.0245, 5.7905, 12.2887, 0.008, -0.004, -0.0075
Si, -0.0109, -5.7675, 12.336, 0.0003, 0.0027, -0.019
Si, -0.0202, -1.9398, 12.3264, -0.0152, -0.0069, -0.0294
Si, 3.8559, 1.9384, 12.2839, -0.0154, 0.0285, -0.0132
Si, 3.8423, 5.769, 12.2433, -0.0109, -0.0058, -0.0243
Si, 3.8295, -5.77, 12.2731, 0.0054, 0.0045, -0.0207
Si, 3.8292, -1.9224, 12.2658, 0.0078, -0.0102, -0.0187
Si, 7.7065, 1.9402, 12.2522, -0.0184, -0.0062, -0.0209
Si, 7.6853, 5.7557, 12.222, -0.0026, -0.015, -0.0195
Si, 7.669, -5.7999, 12.2127, 0.007, 0.016, -0.0219
Si, 7.6769, -1.8986, 12.2018, -0.0134, -0.0144, -0.033
Si, -3.7789, 1.9316, 12.2395, 0.0029, 0.003, -0.0197
Si, -3.815, 5.7882, 12.231, 0.0009, 0.0145, -0.0373
Si, -3.8138, -5.8016, 12.2562, 0.0114, -0.005, -0.0199
Si, -3.8272, -1.9042, 12.2378, 0.028, -0.0081, -0.0208
Si, -1.9042, 1.8627, 13.6855, 0.0199, 0.0065, 0.0345
Si, -1.948, 5.8258, 13.6712, 0.0057, -0.0022, 0.0244
Si, -1.9428, -5.7753, 13.7171, -0.0166, -0.0002, 0.0221
Si, -1.9636, -1.9507, 13.6919, -0.0026, -0.0138, -0.0068
Si, 1.9306, 1.9076, 13.655, 0.0281, -0.0154, 0.0049
Si, 1.9234, 5.7766, 13.6069, 0.0091, 0.0186, -0.0089
Si, 1.932, -5.7607, 13.6865, -0.0358, 0.0071, 0.0313
Si, 1.9246, -1.9311, 13.6699, 0.0061, 0.0234, 0.0317
Si, 5.7937, 1.94, 13.6349, 0.0164, 0.0084, 0.032
Si, 5.7693, 5.785, 13.5921, -0.0112, -0.0016, 0.0494
Si, 5.7672, -5.809, 13.6063, -0.0121, -0.0289, 0.0102
Si, 5.7751, -1.8913, 13.587, -0.0025, 0.0137, 0.0019
Si, 9.6775, 1.9758, 13.5455, 0.0116, 0.0379, 0.0185
Si, 9.6365, 5.7407, 13.5256, -0.0128, -0.0079, 0.0042
Si, 9.6099, -5.8277, 13.5144, -0.0043, -0.0153, 0.0365
Si, 9.6098, -1.8732, 13.5187, 0.0004, -0.0032, 0.0296
Si, -1.9204, -0.0726, 15.1124, -0.0235, 0.0364, 0.0302
Si, -1.9002, 3.8529, 14.9439, -0.0209, -0.0142, -0.0408
Si, -1.9334, -7.6693, 15.14, -0.0112, -0.0039, 0.0537
Si, -2.0723, -3.8522, 15.1033, -0.0251, -0.0075, -0.013
Si, 1.9887, -0.0107, 15.0476, -0.0058, 0.017, 0.0032
Si, 1.8844, 3.8656, 14.9591, -0.0252, 0.0043, 0.0131
Si, 1.959, -7.7213, 15.0097, 0.0331, 0.0096, -0.0222
Si, 1.8817, -3.8327, 15.071, -0.0137, -0.0441, 0.0028
Si, 5.7668, 0.008, 15.0007, 0.0037, 0.019, -0.0093
Si, 5.8181, 3.8897, 14.9633, 0.0168, -0.0219, 0.0432
Si, 5.7263, -7.7208, 15.0155, -0.027, 0.0223, -0.0492
Si, 5.7998, -3.8428, 14.8758, 0.0117, -0.0202, -0.0367
Si, 9.6506, 0.0693, 14.8708, -0.0128, -0.0422, 0.0058
Si, 9.7267, 3.8717, 14.9377, 0.06, 0.004, -0.003
Si, 9.5535, -7.7589, 14.8745, 0.0186, 0.0457, -0.0061
Si, 9.6189, -3.8566, 14.7501, -0.0225, 0.0034, -0.0485
Si, 0.0845, -0.0244, 16.4253, 0.0159, 0.0368, 0.0137
Si, -0.0401, 3.9349, 16.3475, -0.0024, 0.016, 0.0405
Si, 0.1166, -7.7331, 16.4474, -0.0267, 0.0311, 0.0578
Si, -0.1266, -3.8315, 16.4167, 0.0002, -0.0243, 0.0766
Si, 3.9054, -0.0271, 16.4784, -0.0019, -0.0229, 0.0158
Si, 3.8289, 3.8396, 16.2385, -0.0089, 0.0146, -0.0073
Si, 3.8362, -7.7644, 16.4547, 0.0061, -0.0129, 0.0324
Si, 3.9453, -3.8288, 16.2706, 0.0275, 0.0117, 0.0195
Si, 7.7578, 0.0928, 16.2392, 0.0242, -0.0478, -0.0372
Si, 7.8182, 3.9496, 16.2656, -0.0477, 0.045, 0.0416
Si, 7.6754, -7.7015, 16.3194, 0.0684, -0.0374, 0.0123
Si, 7.7726, -3.8314, 16.1368, 0.031, 0.0136, 0.0125
Si, -3.9446, -0.0713, 16.4002, 0.0213, -0.0171, 0.0543
Si, -3.739, 3.8141, 16.362, 0.014, -0.0295, 0.046
Si, -4.017, -7.664, 16.3496, 0.0051, 0.0318, 0.0578
Si, -4.1109, -3.8556, 16.3987, 0.0306, -0.009, 0.0642
Si, -0.0171, 2.009, 17.6528, -0.0521, -0.0612, -0.0192
Si, 0.1175, 5.7388, 17.9216, 0.0045, -0.0728, -0.0235
Si, 0.1385, -5.7561, 17.7429, 0.0608, -0.0166, -0.0381
Si, 0.2036, -1.9565, 17.8134, 0.0408, 0.1089, 0.0102
Si, 3.8294, 2.016, 17.7109, -0.0035, -0.0189, 0.0418
Si, 3.8028, 5.6054, 17.7697, 0.0017, 0.0236, 0.0033
Si, 4.0063, -5.7277, 17.6354, 0.0218, -0.0489, 0.104
Si, 4.1937, -2.028, 17.7698, 0.0472, 0.0911, 0.0241
Si, 7.6798, 2.0494, 17.5939, 0.0444, -0.0072, 0.055
Si, 7.6667, 5.8044, 17.7567, -0.3844, -0.0728, -0.3962
Si, 8.1736, -5.7184, 17.4894, 0.2945, -0.0391, -0.3834
Si, 8.2708, -1.9055, 17.3771, 0.0757, -0.0014, -0.0052
Si, -3.8413, 1.8435, 17.7449, 0.0353, 0.0252, -0.0013
Si, -3.6938, 5.8075, 17.644, -0.0396, -0.0634, -0.0248
Si, -4.8303, -5.7878, 17.5965, -0.0608, -0.0527, -0.0619
Si, -4.7236, -1.942, 17.7068, 0.0008, 0.0259, 0.0019
Si, -1.8818, 1.6407, 19.0687, 0.0126, 0.1965, -0.7425
Si, -1.8562, 6.4578, 19.0012, 0.0681, 0.0522, -0.0356
Si, -1.2525, -6.6242, 19.4365, 0.0595, -0.3196, -0.7359
Si, -1.0728, -1.4008, 19.7365, 0.335, -0.1488, -0.5913
Si, 1.8568, 2.5021, 18.9581, 0.1842, 0.337, -0.4064
Si, 2.5386, -9.4455, 21.4285, -0.1881, -0.4184, -0.751
Si, 2.123, -5.1307, 18.8978, -0.0669, 0.2588, -0.5975
Si, 2.2046, -2.6611, 18.9476, 0.0214, -0.0771, -0.1804
Si, 5.7699, 2.6695, 18.8898, -0.0377, -0.0218, 0.0273
Si, 5.7778, 5.0954, 18.9631, 0.0035, 0.036, -0.0329
Si, 5.6753, -5.8327, 19.2856, -0.1929, 0.1636, -0.6146
Si, 6.45, -1.7652, 18.8091, -0.1777, -0.2001, -0.6513
Si, -5.8064, 2.2059, 18.9889, -0.0334, -0.2032, -0.7242
Si, -5.2353, 5.3102, 19.3116, 0.4364, 0.1944, -0.5335
Si, -4.1093, -5.496, 19.7764, -0.2974, -0.0696, -0.654
Si, -3.9933, -2.426, 19.9307, -0.1883, 0.1739, -0.6505
Si, 5.725, -3.3846, 21.142, 0.0122, -0.126, -0.1039
Si, -6.1186, -8.9179, 24.0385, -0.0005, 0.049, 0.0406
Si, 6.6186, -4.6833, 23.7619, -0.0664, -0.0345, -0.0672
Si, 2.0016, 4.9869, 19.2377, 0.0276, -0.0258, -0.02
Si, 1.5621, -2.0472, 21.1034, -0.0604, -0.0406, -0.5394
Si, -6.806, 3.5495, 23.8491, -0.1353, -0.1653, -0.0778
Si, 5.9034, 0.9076, 20.3826, -0.0917, 0.5243, -0.3818
Si, 1.4579, -4.2903, 23.2912, 0.026, -0.0599, -0.0588
Si, 6.4475, 3.071, -8.4282, 0.0267, -0.0576, -0.1164
Si, 1.1506, -6.6374, 21.4196, 0.088, 0.112, -0.2435
Si, -1.5416, 3.3304, 21.711, 0.0674, -0.0473, -0.1183
Si, 1.0708, 2.0328, 21.8019, -0.1392, -0.0065, -0.0982
Si, 9.1808, -3.6678, -8.8935, 0.045, -0.0261, -0.0505
Si, 8.6338, 1.1931, 21.6818, 0.0485, 0.0106, -0.2115
Si, -2.8862, -9.3836, 21.062, 0.1666, 0.035, -0.6504
Si, -6.1669, -3.2855, 24.6913, -0.0073, 0.0395, -0.1355
Si, 9.4717, -0.919, -7.3571, 0.0569, -0.0031, -0.0142
Si, 0.2751, -8.4485, -7.285, -0.1721, -0.0199, 0.0123
Si, -1.0135, -3.7336, 25.036, -0.0134, -0.0504, -0.1194
Si, 7.3115, -7.3718, -7.7484, 0.1252, -0.0353, 0.0922
Si, 2.2499, -6.2052, -7.0955, 0.0146, 0.0959, -0.1191
Si, -3.6446, -5.0917, 24.5729, -0.0545, -0.0352, -0.027
Si, 6.6577, -7.7576, 23.2872, 0.0933, 0.016, -0.1101
Si, 12.007, -0.8178, -5.6668, -0.0376, 0.0895, 0.0507
Si, -4.2706, -7.1028, 22.2636, 0.1194, -0.038, -0.1007
Si, 5.5007, -0.0921, 24.6384, -0.0299, 0.0216, -0.0658
Si, -0.3179, 4.2064, -5.9466, -0.0583, -0.0619, 0.0517
Si, 6.9658, 5.2635, -6.5852, 0.0617, -0.0561, 0.0478
Si, -1.0638, -2.5259, -4.59, -0.0528, 0.1347, 0.0996
Si, 2.9033, 3.6367, 23.4877, -0.1108, 0.0077, -0.0524
Si, 1.5016, -3.6771, -5.5588, 0.143, 0.1314, 0.1151
Si, -3.3197, -0.057, 24.8492, 0.0085, 0.0306, -0.0246
Si, 5.089, -5.4011, -7.1087, 0.0241, 0.0408, 0.1494
Si, 9.8287, -7.6781, -8.8921, 0.0399, 0.057, 0.0781
Si, 5.6477, 3.0208, 24.5932, -0.0068, 0.0028, 0.059
Si, 13.3835, -0.2468, -8.3464, -0.0681, -0.0612, 0.0354
Si, 5.7283, -3.486, -4.7493, -0.1013, 0.0769, 0.0255
Si, 4.0461, -0.9006, 21.9778, 0.1328, 0.0512, -0.063
Si, 7.7883, 4.8967, -2.6178, 0.0715, 0.0323, 0.1059
Si, -0.1594, 2.3206, -8.3172, -0.0003, -0.0393, 0.0306
Si, 5.5442, 6.6583, 20.6853, 0.1736, -0.4663, -0.476
Si, -5.1972, -1.2452, 22.6072, 0.0616, -0.074, -0.1846
Si, 4.8011, -0.5482, -5.3424, 0.1315, -0.0369, 0.0855
Si, 2.9274, -1.4223, -7.3705, -0.1428, -0.0885, 0.0558
Si, 5.356, 5.7399, -3.8933, -0.103, -0.0827, 0.0695
Si, 7.3121, 0.9198, -6.4467, -0.0668, 0.0369, -0.0384
Si, -0.9219, 1.449, 23.8028, 0.0756, -0.0036, -0.1551
Si, 9.4939, -5.8786, -6.8049, -0.0247, -0.0217, -0.0042
Si, 12.2578, 0.7157, -2.9122, -0.0872, -0.0767, 0.1072
Si, 11.3564, 3.4851, -3.0853, -0.138, -0.0508, 0.129
Si, 14.1255, -7.5046, -5.1815, -0.0458, 0.0751, 0.0627
Si, 11.7964, 7.5061, -0.3186, -0.0834, -0.3414, 0.6042
Si, 15.1588, 0.0456, -3.0422, 0.0308, 0.0542, 0.1179
Si, 16.2022, 2.7841, -3.5213, 0.0055, 0.0126, 0.0392
Si, 9.9977, 5.0284, -7.2447, -0.0737, -0.0043, 0.0183
Si, 13.3083, -5.1289, -3.3119, 0.0681, -0.0858, -0.0354
Si, 20.1941, 0.465, -2.5698, -0.0218, 0.119, 0.1688
Si, 19.2325, 3.2927, -2.844, 0.0254, 0.0492, 0.1833
Si, 18.7612, -7.6832, -2.8869, -0.0006, 0.1219, 0.1609
Si, 18.5542, -4.5277, -3.1258, -0.0344, 0.0195, 0.2596
Si, 23.2419, -0.1009, -2.2029, 0.1662, 0.0705, 0.6265
Si, 23.928, 2.4381, -4.025, -0.0361, -0.0823, 0.1643
Si, -18.5868, 5.4901, -5.1131, 0.1214, -0.0189, 0.0115
Si, 23.6392, -3.0749, -2.8919, -0.1436, 0.1165, 0.2699
Si, 16.3242, 0.1171, -0.2471, 0.6733, 0.0656, 0.4135
Si, 14.8578, 4.505, -1.4184, -0.0634, 0.0885, 0.1116
Si, 15.9024, -8.5246, -3.007, 0.0365, -0.1506, 0.1423
Si, 14.4917, -6.7545, -1.0549, -0.1486, -0.0686, 0.0688
Si, 18.6646, 0.0694, 0.2048, -0.4438, -0.0222, 0.5501
Si, 19.9336, 3.8784, 0.1164, 0.3333, -0.0879, 0.6386
Si, 19.9839, -7.698, 0.1081, 0.2905, 0.0061, 0.7473
Si, 19.3919, -3.889, -0.1413, -0.2258, 0.0695, 0.7467
Si, 23.739, 0.0652, 0.0726, 0.0414, 0.0519, -0.0484
Si, 22.4222, 3.9536, 0.2028, -0.4259, -0.1283, 0.6212
Si, 22.4675, -7.6382, 0.1937, -0.3576, -0.0335, 0.5794
Si, 22.5713, -3.751, -0.0158, 0.1455, 0.033, 0.8159
Si, 26.1501, 0.1717, -0.1482, -0.3249, 0.3152, 0.515
Si, 27.2437, 3.9181, -0.1729, -0.2663, -0.0739, 0.8007
Si, 24.5746, -7.9068, -2.2072, -0.1037, -0.0159, 0.1549
Si, -20.6294, -5.3305, -3.77, -0.1287, -0.1321, 0.1882
Si, 15.4674, 2.3783, 1.6176, -0.0141, 0.2923, 0.5069
Si, 15.4884, 4.8419, 1.4544, -0.0847, -0.1252, 0.695
Si, 15.3432, -5.2952, 1.5415, 0.0089, -0.09, 0.7699
Si, 15.3962, -2.2123, 1.5785, 0.0151, 0.1442, 0.675
Si, 19.2819, 1.9847, 1.4145, -0.0274, 0.0461, -0.0209
Si, 19.3646, 5.7793, 1.3778, 0.0233, 0.0025, -0.0938
Si, 19.2412, -5.7723, 1.2964, 0.0356, -0.0344, -0.1029
Si, 19.1239, -1.9609, 1.2928, 0.0422, -0.0126, -0.0227
Si, 23.0991, 1.9786, 1.3201, -0.0094, 0.0558, -0.0169
Si, 22.9544, 5.8362, 1.4976, 0.0044, -0.001, -0.0353
Si, 22.9546, -5.6614, 1.3614, -0.0214, -0.0405, -0.0594
Si, 23.0702, -1.8545, 1.3126, -0.0343, -0.0647, 0.0077
Si, 26.9488, 1.9664, 1.2104, 0.0316, 0.0528, -0.0756
Si, 26.9374, 5.7832, 1.2337, 0.0252, 0.047, -0.0933
Si, 26.8493, -5.3609, 1.5009, 0.0148, -0.1623, 0.7896
Si, 26.8719, -2.28, 1.4723, 0.0066, 0.2296, 0.7392
Si, 13.4359, 1.894, 2.6832, 0.023, 0.0105, 0.0403
Si, 13.5109, 5.6729, 2.5776, 0.0437, 0.0441, -0.003
Si, 13.4115, -5.6956, 2.7964, -0.0221, -0.0173, -0.0183
Si, 13.4137, -1.9658, 2.7833, -0.0101, -0.0292, -0.0362
Si, 17.4087, 2.0042, 2.8536, -0.0034, -0.0834, 0.0211
Si, 17.3609, 5.6874, 2.6514, -0.0252, 0.0308, -0.0262
Si, 17.331, -5.7631, 2.6962, -0.0235, 0.0191, -0.013
Si, 17.3494, -1.9842, 2.8281, -0.0359, 0.0369, -0.0091
Si, 21.2041, 1.8796, 2.7554, -0.0012, 0.0417, -0.0348
Si, 21.1253, 5.807, 2.9205, -0.0297, 0.0076, 0.0196
Si, 21.0851, -5.6806, 2.7739, -0.0182, 0.0015, 0.02
Si, 21.1009, -1.8545, 2.65, -0.0338, -0.0281, -0.0465
Si, 25.0488, 2.0561, 2.6556, -0.0028, -0.0805, -0.0261
Si, 25.0161, 5.8076, 2.6382, -0.0298, 0.0329, 0.0347
Si, 24.8897, -5.6803, 2.7316, 0.0328, 0.0187, -0.0027
Si, 24.9337, -1.962, 2.7605, -0.0086, 0.0162, -0.0294
Si, 13.4415, -0.0089, 4.0678, 0.0447, 0.0017, -0.0273
Si, 13.4189, 3.828, 4.0574, 0.0114, -0.0018, -0.0383
Si, 13.4847, -7.7461, 3.968, -0.0088, 0.0057, -0.0155
Si, 13.4177, -3.8318, 4.2046, 0.0269, -0.0023, 0.0502
Si, 17.3374, 0.0004, 4.0947, -0.0043, -0.0109, 0.0017
Si, 17.3985, 3.8989, 4.1877, -0.036, -0.0041, 0.0147
Si, 17.2753, -7.7311, 3.9903, -0.0168, 0.015, -0.0066
Si, 17.3553, -3.8985, 4.1561, -0.0374, -0.0113, 0.0046
Si, 21.1382, -0.0106, 4.1136, -0.0107, -0.0173, 0.022
Si, 21.1689, 3.8133, 4.14, -0.0014, 0.0336, -0.0172
Si, 21.117, -7.6086, 4.1536, -0.0117, 0.0067, 0.0227
Si, 21.1204, -3.7551, 4.0884, 0.0301, 0.0079, -0.0308
Si, 25.0072, 0.0589, 3.9989, 0.0264, 0.0031, -0.0441
Si, 25.0248, 3.9168, 4.0677, 0.0224, 0.0378, -0.0119
Si, 24.9942, -7.6595, 4.0193, -0.0016, -0.0114, -0.0212
Si, 24.9255, -3.8285, 4.1713, 0.033, 0.0123, -0.005
Si, 15.3842, -0.0019, 5.4155, 0.0138, 0.0006, 0.038
Si, 15.3804, 3.8539, 5.4046, -0.0028, 0.0061, 0.0524
Si, 15.3731, -7.7047, 5.381, 0.0177, 0.0028, 0.0366
Si, 15.396, -3.8575, 5.4717, -0.012, -0.0023, 0.0107
Si, 19.2265, 0.0027, 5.4845, -0.0229, 0.0235, -0.002
Si, 19.2794, 3.849, 5.5407, 0.0282, -0.0119, 0.0294
Si, 19.1653, -7.6776, 5.439, -0.0069, 0.0021, 0.0073
Si, 19.2455, -3.8262, 5.5077, 0.0109, -0.0057, 0.0113
Si, 23.1023, 0.0153, 5.4133, 0.005, -0.0028, 0.0101
Si, 23.1081, 3.8665, 5.4439, -0.0104, 0.0008, 0.0555
Si, 23.088, -7.6625, 5.433, 0.0073, 0.0032, 0.0121
Si, 23.0134, -3.8106, 5.4903, -0.0067, -0.0015, 0.0301
Si, 11.519, 0.0136, 5.4179, -0.0255, -0.0267, 0.008
Si, 11.5416, 3.8652, 5.4529, 0.003, -0.0172, 0.0516
Si, 11.5541, -7.7015, 5.3663, 0.0154, 0.0262, -0.0128
Si, 11.4906, -3.8309, 5.5147, 0.0084, -0.0035, 0.0093
Si, 15.3667, 1.8915, 12.2489, -0.0077, -0.0011, -0.0081
Si, 15.3565, 5.7967, 12.2548, 0.0021, -0.0086, -0.0096
Si, 15.3619, -5.771, 12.2925, -0.0024, 0.0103, -0.022
Si, 15.3513, -1.9405, 12.2801, -0.0155, -0.0167, -0.0245
Si, 19.2253, 1.9386, 12.2438, -0.0111, 0.0418, -0.0155
Si, 19.2228, 5.783, 12.223, -0.0145, -0.0145, -0.0217
Si, 19.2187, -5.7741, 12.2668, 0.023, 0.0109, -0.013
Si, 19.2084, -1.9238, 12.2422, 0.0029, -0.0003, -0.0175
Si, 23.0743, 1.9459, 12.1875, -0.0217, 0.0001, -0.0256
Si, 23.0737, 5.7688, 12.2012, -0.0005, -0.0152, -0.0104
Si, 23.0535, -5.7903, 12.1873, 0.0122, 0.0364, -0.0258
Si, 23.0618, -1.9073, 12.1816, 0.0009, -0.0163, -0.0224
Si, 11.5927, 1.9309, 12.2114, 0.0038, 0.0019, -0.0193
Si, 11.5627, 5.7919, 12.2008, 0.001, 0.0134, -0.0321
Si, 11.5645, -5.7968, 12.2282, 0.0157, 0.0026, -0.0219
Si, 11.549, -1.9001, 12.2101, 0.0284, -0.0178, -0.025
Si, 13.4671, 1.8583, 13.6456, 0.0181, 0.0078, 0.0331
Si, 13.4337, 5.8217, 13.6279, 0.0042, -0.0051, 0.0221
Si, 13.4386, -5.7751, 13.6756, -0.0336, -0.0043, 0.0203
Si, 13.4174, -1.9499, 13.6468, -0.0125, -0.0147, 0.001
Si, 17.2895, 1.9188, 13.5959, 0.0192, -0.0097, -0.0116
Si, 17.2992, 5.7957, 13.5796, 0.014, 0.0033, 0.0006
Si, 17.2961, -5.7652, 13.6448, -0.0539, 0.0266, 0.0322
Si, 17.2881, -1.9451, 13.6227, -0.007, 0.0164, 0.0365
Si, 21.1706, 1.9199, 13.5747, 0.0264, -0.0247, 0.0234
Si, 21.1533, 5.7919, 13.5668, 0.0024, -0.004, 0.05
Si, 21.1696, -5.8286, 13.5977, -0.002, -0.0181, 0.0212
Si, 21.1545, -1.9057, 13.5617, 0.0042, 0.0165, 0.0097
Si, 25.0386, 1.9989, 13.4644, -0.0055, 0.0309, -0.0116
Si, 25.0326, 5.7649, 13.4978, 0.0078, 0.0012, 0.0014
Si, 24.9895, -5.8026, 13.4896, -0.0022, -0.0208, 0.0074
Si, 25, -1.8723, 13.4911, 0.0039, -0.007, -0.0096
Si, 13.4554, -0.0785, 15.0658, -0.014, 0.0213, 0.0344
Si, 13.472, 3.8466, 14.8946, -0.0255, -0.0113, -0.0549
Si, 13.4492, -7.6745, 15.083, -0.0048, 0.0045, 0.0298
Si, 13.3181, -3.8489, 15.0515, -0.0311, -0.0118, -0.0403
Si, 17.324, -0.0098, 14.961, -0.0007, 0.0306, -0.0128
Si, 17.2535, 3.8707, 14.907, -0.0105, 0.0038, -0.028
Si, 17.3411, -7.7025, 14.99, 0.0255, -0.023, -0.0218
Si, 17.2147, -3.8472, 15.0277, -0.0113, -0.0347, -0.0056
Si, 21.148, 0.0017, 14.9602, -0.0193, 0.043, -0.0305
Si, 21.2007, 3.8634, 14.8845, 0.0047, 0.01, -0.0158
Si, 21.1613, -7.737, 15.0265, 0.0005, 0.0261, -0.0392
Si, 21.1584, -3.8589, 14.8539, -0.0011, -0.0117, -0.0494
Si, 24.9968, 0.1037, 14.7785, -0.0016, -0.0381, -0.0215
Si, 25.1016, 3.8751, 14.8719, -0.0026, 0.0012, -0.0145
Si, 24.9422, -7.7282, 14.8438, 0.008, 0.0415, -0.0121
Si, 25.0015, -3.8438, 14.7436, -0.0147, 0.017, -0.0163
Si, 15.4499, -0.0251, 16.372, 0.0068, 0.0142, 0.0126
Si, 15.3282, 3.9383, 16.288, 0.0146, 0.0171, 0.0211
Si, 15.4683, -7.7069, 16.3999, -0.0305, 0.0545, 0.0852
Si, 15.2234, -3.8238, 16.4039, 0.0157, 0.0067, 0.0568
Si, 19.2288, -0.0373, 16.359, 0.0186, -0.0575, 0.0264
Si, 19.2203, 3.807, 16.144, -0.0056, -0.0334, -0.0046
Si, 19.2408, -7.7459, 16.4121, -0.0112, -0.0203, 0.0219
Si, 19.2668, -3.8902, 16.2116, 0.0169, 0.0372, 0.0422
Si, 23.1414, 0.091, 16.1981, 0.0079, -0.0685, -0.0123
Si, 23.1819, 3.9271, 16.1862, 0.0115, -0.0142, 0.0041
Si, 23.1245, -7.7819, 16.3543, -0.0008, 0.0278, 0.0281
Si, 23.1269, -3.8428, 16.107, 0.0207, -0.0103, 0.0308
Si, 11.4552, -0.1006, 16.3754, 0.0068, -0.0267, 0.0527
Si, 11.6548, 3.8098, 16.337, 0.0153, -0.0189, 0.038
Si, 11.3935, -7.6919, 16.3086, -0.0235, 0.0237, 0.0295
Si, 11.3069, -3.8747, 16.3504, 0.0155, -0.0175, 0.0777
Si, 15.3655, 2.0045, 17.583, -0.0094, -0.0466, 0.0021
Si, 15.4737, 5.7638, 17.8308, 0.0361, -0.0399, -0.0294
Si, 15.4015, -5.7533, 17.737, 0.0243, -0.0229, -0.0443
Si, 15.547, -1.9307, 17.792, 0.038, 0.0796, 0.0225
Si, 19.2134, 1.9619, 17.5992, -0.051, -0.0261, 0.0444
Si, 19.275, 5.5953, 17.6354, 0.008, 0.0452, 0.0811
Si, 19.3259, -5.7378, 17.6647, 0.03, -0.0454, 0.0894
Si, 19.3645, -2.0371, 17.6329, -0.4903, 0.0991, -0.2623
Si, 23.1343, 2.0452, 17.5411, 0.0118, -0.0384, 0.0318
Si, 23.2418, 5.6742, 17.8025, 0.0282, 0.05, 0.0785
Si, 23.5464, -5.7376, 17.4369, 0.2881, -0.052, -0.4461
Si, 23.694, -1.9065, 17.2913, 0.0155, -0.0006, 0.0072
Si, 11.5519, 1.8262, 17.6942, 0.033, 0.0297, 0.0054
Si, 11.717, 5.7966, 17.6369, -0.0334, -0.0717, -0.0356
Si, 10.6557, -5.8124, 17.5655, -0.0479, -0.0432, -0.0981
Si, 10.7299, -1.9883, 17.6992, -0.0225, 0.0124, 0.0248
Si, 13.5107, 1.6864, 19.0085, 0.0344, 0.1433, -0.7661
Si, 13.5389, 6.4818, 19.0076, 0.0272, 0.1049, 0.0063
Si, 13.9056, -6.515, 19.441, -0.4035, -0.0824, -0.5016
Si, 14.3992, -1.2907, 19.7667, 0.3966, -0.1675, -0.6525
Si, 17.2657, 2.4767, 18.8419, 0.1462, 0.3161, -0.4738
Si, 17.9021, -9.1283, 21.8154, 0.0453, -0.087, -0.1807
Si, 17.3952, -5.1496, 18.9, -0.0772, 0.298, -0.572
Si, 17.5115, -2.6833, 18.9201, 0.026, -0.1053, -0.1431
Si, 21.1683, 2.5406, 18.7466, 0.0252, -0.031, 0.0198
Si, 21.2198, 4.9472, 18.8357, 0.0214, -0.16, -0.6959
Si, 21.06, -5.8312, 19.2661, -0.2645, 0.2157, -0.5681
Si, 22.2691, -1.7352, 19.0714, 0.3532, -0.0745, -0.4573
Si, 9.599, 2.2034, 18.9432, -0.0251, -0.1678, -0.7188
Si, 10.1813, 5.2978, 19.3066, 0.4368, 0.1792, -0.5139
Si, 11.6512, -5.6403, 19.669, 0.4041, -0.1585, -0.6451
Si, 11.5395, -2.4937, 19.9107, -0.2494, 0.1855, -0.7079
Si, 21.2809, -3.4175, 21.1869, 0.0237, -0.1107, -0.1658
Si, 9.2997, -8.8971, 23.9283, 0.0065, 0.04, 0.0288
Si, 21.9943, -4.5855, 24.002, -0.1009, 0.0166, -0.1162
Si, 17.4145, 4.9284, 18.9579, -0.0461, -0.1972, -0.7628
Si, 17.0551, -1.9662, 21.0865, -0.0971, -0.0689, -0.6007
Si, 8.6108, 3.5685, 23.7191, -0.1355, -0.1476, -0.0677
Si, 21.5216, 0.9876, 20.4223, -0.2049, 0.3951, -0.4602
Si, 16.8145, -4.1419, 23.3201, 0.059, -0.0128, -0.1045
Si, 21.7825, 3.0413, -8.444, 0.0376, -0.0596, -0.1291
Si, 16.3066, -6.4972, 21.4768, 0.053, 0.0893, -0.3105
Si, 13.8313, 3.3188, 21.6378, 0.0758, -0.0866, -0.1054
Si, 16.5251, 2.1761, 21.7362, -0.1014, -0.0694, -0.096
Si, 24.464, -3.6746, -8.7935, 0.0296, -0.029, -0.0403
Si, 24.1655, 1.445, 21.7, -0.0177, 0.031, -0.2196
Si, 12.5183, -9.4038, 21.0813, 0.1669, 0.1201, -0.6853
Si, 9.2285, -3.2842, 24.6609, 0.0065, 0.0433, -0.1267
Si, 24.7889, -0.9122, -7.3032, 0.0958, 0.0151, -0.0197
Si, 15.7061, -8.4234, -7.4129, -0.1478, -0.015, -0.0141
Si, 14.4158, -3.6614, 25.0254, -0.056, -0.0487, -0.0737
Si, 22.628, -7.4055, -7.6716, 0.1579, -0.0121, 0.1367
Si, 17.6053, -6.1521, -7.1334, 0.0316, 0.0609, -0.0867
Si, 11.7953, -5.0367, 24.5242, -0.0416, -0.0251, -0.0515
Si, 22.0535, -7.6542, 23.5619, 0.0447, 0.0055, -0.0581
Si, -18.83, -0.8005, -5.6162, -0.0207, 0.0862, 0.0747
Si, 11.2073, -7.1017, 22.2451, 0.1115, -0.0322, -0.0952
Si, 20.8954, -0.1, 24.6741, -0.0085, -0.033, -0.0576
Si, 15.1595, 4.1697, -6.091, -0.0577, -0.027, 0.019
Si, 22.2669, 5.1971, -6.6113, 0.0399, -0.0444, 0.0599
Si, 14.273, -2.5269, -4.5592, -0.0256, 0.1455, 0.099
Si, 18.3081, 3.7982, 23.5762, -0.1408, -0.0165, -0.0699
Si, 16.806, -3.7222, -5.5704, 0.1917, 0.1188, 0.1293
Si, 12.1504, -0.1374, 24.7288, 0.0269, 0.0518, 0.0028
Si, 20.4668, -5.3353, -7.1362, -0.0195, 0.1145, 0.1796
Si, -21.0144, -7.678, -8.7717, 0.0297, 0.0322, 0.0862
Si, 21.02, 3.0119, 24.6297, 0.0198, -0.0109, 0.0471
Si, -17.3739, -0.1152, -8.1979, -0.063, -0.0839, 0.0222
Si, 21.0672, -3.4871, -4.7352, -0.0798, 0.0897, 0.0586
Si, 19.6233, -0.91, 21.9504, 0.1161, 0.0251, -0.0461
Si, 23.0605, 4.9439, -2.6151, 0.0987, 0.0354, 0.1357
Si, 15.2956, 2.2889, -8.4929, 0.0237, -0.0351, 0.0067
Si, 20.8236, -8.4504, 20.9927, -0.0673, -0.0697, -0.0855
Si, 10.2328, -1.3041, 22.5446, 0.0692, -0.0438, -0.2242
Si, 20.086, -0.5282, -5.2912, 0.1391, -0.0279, 0.0781
Si, 18.2639, -1.4464, -7.3393, -0.1446, -0.0834, 0.0585
Si, 20.658, 5.7134, -3.9487, -0.0784, -0.0636, 0.0995
Si, 22.6153, 0.9359, -6.4061, -0.061, 0.0459, -0.0116
Si, 14.5296, 1.4135, 23.71, 0.0895, -0.0403, -0.1759
Si, 24.7835, -5.9009, -6.6984, -0.0474, -0.0116, 0.0124
Si, -18.5906, 0.736, -2.8523, -0.0715, -0.0517, 0.1072
Si, -19.49, 3.5103, -3.0401, -0.1191, -0.0489, 0.1057
Si, -16.8921, -7.5312, -5.0184, 0.0005, 0.1215, 0.0982
Si, 27.0947, 7.5347, -0.3253, 0.0123, -0.4001, 0.5665
Si, -15.7217, 0.1004, -2.9827, 0.049, 0.0206, 0.1127
Si, -14.7105, 2.8803, -3.3469, -0.0019, -0.0022, 0.1275
Si, -20.8809, 4.973, -7.223, -0.0345, -0.002, -0.0111
Si, -17.5481, -5.0602, -3.2117, 0.0469, -0.062, -0.0308
Si, -10.6199, 0.4643, -2.5456, -0.0551, 0.1286, 0.1285
Si, -11.7011, 3.3072, -2.8064, 0.0126, 0.0225, 0.1585
Si, -12.1271, -7.6201, -2.8937, 0.0505, 0.0745, 0.1576
Si, -12.2038, -4.4414, -3.0868, -0.0409, -0.0121, 0.2603
Si, -7.518, -0.0889, -2.2079, 0.1627, 0.0325, 0.6181
Si, -6.7553, 2.426, -4.0297, -0.0739, -0.0931, 0.1521
Si, -3.1264, 5.401, -5.1507, 0.1052, -0.0189, -0.0325
Si, -7.1304, -3.0902, -2.9251, -0.1514, 0.116, 0.2751
Si, -14.4779, 0.0337, -0.2426, 0.6683, 0.0711, 0.3799
Si, -15.8211, 4.461, -0.9901, 0.1729, 0.0554, 0.6236
Si, -14.9589, -8.4944, -2.8836, 0.071, 0.025, 0.1064
Si, -16.3785, -6.6951, -1.0724, -0.1265, -0.091, 0.0888
Si, -12.1409, 0.0114, 0.2057, -0.4301, -0.0274, 0.5615
Si, -11.1598, 3.83, 0.1049, -0.2398, -0.0193, 0.7453
Si, -11.1315, -7.6988, 0.0864, -0.2362, -0.004, 0.771
Si, -11.3516, -3.8823, -0.1, -0.2223, 0.0758, 0.7387
Si, -6.9615, 0.0372, 0.0515, 0.061, 0.053, -0.0429
Si, -8.0072, 3.9596, 0.1493, 0.1497, -0.1112, 0.7386
Si, -7.998, -7.6203, 0.1568, 0.15, -0.002, 0.7738
Si, -8.1578, -3.756, -0.0255, 0.1521, 0.0434, 0.7779
Si, -4.5528, 0.1369, -0.175, -0.3472, 0.3267, 0.501
Si, -3.4688, 3.8819, -0.1816, -0.269, -0.0799, 0.7977
Si, -5.9402, -7.9072, -2.2949, -0.071, -0.031, 0.079
Si, -5.1612, -5.2781, -3.8696, -0.1555, -0.1286, 0.1485
Si, 30.8299, 2.3148, 1.646, -0.0007, 0.3339, 0.4369
Si, -15.3287, 4.7498, 1.3155, -0.0774, -0.0297, 0.0495
Si, 30.6834, -5.3692, 1.5602, 0.0313, -0.0882, 0.72
Si, 30.7794, -2.2927, 1.561, 0.0029, 0.1647, 0.6922
Si, -11.5475, 1.9184, 1.4284, 0.002, 0.0299, -0.0309
Si, -11.4695, 5.7556, 1.3806, 0.0027, 0.0423, -0.0584
Si, -11.5762, -5.7548, 1.327, 0.0517, -0.0074, -0.0962
Si, -11.6303, -1.9771, 1.3246, 0.0469, 0.0002, -0.0309
Si, -7.5671, 1.9498, 1.299, -0.0415, 0.0556, -0.0123
Si, -7.7295, 5.8409, 1.4849, -0.0068, 0.0139, -0.0066
Si, -7.7431, -5.6433, 1.3598, -0.0547, -0.0286, -0.0487
Si, -7.6633, -1.8621, 1.2993, -0.051, -0.0555, 0.0065
Si, -3.7675, 1.9322, 1.2027, 0.0187, 0.0397, -0.083
Si, -3.8097, 5.7543, 1.2129, 0.0302, 0.0501, -0.0832
Si, -3.891, -5.3963, 1.478, 0.0138, -0.1553, 0.7681
Si, -3.8654, -2.3118, 1.4645, -0.0063, 0.2363, 0.7414
Si, 28.794, 1.8771, 2.7133, 0.0352, -0.0056, 0.0476
Si, -17.2523, 5.6186, 2.5489, 0.027, 0.0518, 0.0382
Si, 28.7686, -5.7153, 2.8339, -0.0218, -0.0012, 0.0001
Si, 28.8069, -1.986, 2.7803, -0.0099, -0.0293, -0.0374
Si, -13.3907, 1.9445, 2.8833, 0.0097, -0.0526, 0.0376
Si, -13.4769, 5.6235, 2.5903, 0.0097, 0.0338, 0.0181
Si, -13.4778, -5.7925, 2.7161, -0.0059, 0.0043, -0.006
Si, -13.4331, -2.0319, 2.8262, -0.0212, 0.0437, -0.0175
Si, -9.54, 1.8815, 2.6808, 0.0072, 0.01, -0.0089
Si, -9.6255, 5.7855, 2.8446, -0.0098, 0.0063, 0.02
Si, -9.6604, -5.7184, 2.7305, -0.0158, 0.0178, 0.0521
Si, -9.6352, -1.865, 2.6451, -0.0346, -0.0285, -0.0239
Si, -5.6586, 2.0177, 2.6704, 0.01, -0.0593, -0.0246
Si, -5.7036, 5.7948, 2.6637, -0.0303, 0.0328, 0.0209
Si, -5.834, -5.686, 2.7477, 0.0347, -0.0053, 0.0024
Si, -5.8041, -1.9812, 2.7551, -0.0121, 0.013, -0.0347
Si, 28.8323, -0.0346, 4.0751, 0.0421, 0.003, -0.0083
Si, -17.3655, 3.8128, 4.0683, 0.008, 0.0267, -0.0337
Si, -17.2837, -7.7879, 3.9592, 0.016, -0.0023, -0.0532
Si, 28.8032, -3.8408, 4.2191, 0.0189, -0.0004, 0.0578
Si, -13.4422, -0.0537, 4.1096, -0.0232, -0.0213, 0.0149
Si, -13.3928, 3.8689, 4.1704, -0.0366, 0.016, -0.0147
Si, -13.5161, 7.6001, 3.9662, -0.0151, 0.0061, -0.0418
Si, -13.4278, -3.9295, 4.1711, -0.0425, -0.0146, 0.0085
Si, -9.6032, -0.0008, 4.0794, -0.0115, -0.0075, 0.0151
Si, -9.5841, 3.8018, 4.0902, -0.0062, 0.0346, -0.0271
Si, -9.6351, 7.7441, 4.1166, -0.0088, 0.0014, -0.0019
Si, -9.6267, -3.788, 4.0622, 0.0231, -0.0069, -0.0425
Si, -5.7286, 0.0316, 4.0108, 0.0271, -0.0005, -0.0333
Si, -5.715, 3.8915, 4.0718, 0.0137, 0.0357, -0.0047
Si, -5.7469, -7.6682, 4.0339, 0.0001, -0.0104, -0.0143
Si, -5.8137, -3.8361, 4.1821, 0.0255, 0.0097, 0.0029
Si, -15.3901, -0.0259, 5.4286, 0.0054, -0.0017, 0.0367
Si, -15.3969, 3.8359, 5.4082, -0.0101, 0.0049, 0.0178
Si, -15.3995, 7.6593, 5.3769, 0.0161, 0.0094, 0.0449
Si, -15.3796, -3.8705, 5.4866, -0.0131, 0.0013, 0.0121
Si, -11.5202, -0.015, 5.461, -0.0135, 0.0217, -0.0009
Si, -11.4812, 3.8401, 5.4983, 0.0216, -0.0345, 0.0229
Si, -11.595, 7.6725, 5.4021, -0.0115, -0.0009, 0.0017
Si, -11.5063, -3.8525, 5.4877, 0.018, 0.0026, 0.0056
Si, -7.6513, 0.0069, 5.4056, -0.0059, -0.0029, 0.0164
Si, -7.6538, 3.8523, 5.4256, -0.0093, -0.011, 0.0448
Si, -7.6731, -7.6834, 5.4256, 0.004, 0.0068, 0.0049
Si, -7.7417, -3.8296, 5.4852, -0.0135, 0.0043, 0.0285
Si, 26.9036, 0.0024, 5.4181, -0.0174, -0.0221, 0.0123
Si, -19.2413, 3.8695, 5.4562, -0.01, -0.0425, 0.0527
Si, -19.2158, -7.7151, 5.3582, 0.0003, 0.0032, -0.0118
Si, 26.867, -3.8393, 5.511, 0.0102, -0.0003, 0.0088
Si, -15.3641, 1.8828, 12.2352, -0.0046, 0.0065, -0.0162
Si, -15.401, 5.7943, 12.2427, 0.0139, -0.0041, -0.0089
Si, -15.3884, -5.7686, 12.296, 0.0031, -0.0012, -0.0192
Si, -15.3993, -1.9448, 12.2924, -0.013, -0.0036, -0.0289
Si, -11.5285, 1.9334, 12.2623, -0.011, 0.0265, -0.0138
Si, -11.5481, 5.7612, 12.2325, -0.0053, -0.0119, -0.0251
Si, -11.5601, -5.7775, 12.2576, 0.0086, -0.0003, -0.0178
Si, -11.5607, -1.931, 12.2506, 0.0115, -0.0066, -0.015
Si, -7.6727, 1.9382, 12.2463, -0.0181, -0.0009, -0.0176
Si, -7.696, 5.7534, 12.2291, -0.001, -0.0115, -0.0152
Si, -7.7123, -5.7998, 12.2136, 0.0103, 0.0171, -0.0227
Si, -7.7047, -1.9022, 12.2054, -0.01, -0.0172, -0.0334
Si, 26.9846, 1.9246, 12.1773, 0.0105, 0.0085, -0.0183
Si, -19.1989, 5.7934, 12.1825, -0.0022, 0.0095, -0.0312
Si, 26.9572, -5.7985, 12.2203, 0.0069, 0.0048, -0.0165
Si, 26.9503, -1.9109, 12.1999, 0.0149, -0.0156, -0.0155
Si, 28.8785, 1.8546, 13.5862, 0.0205, 0.0014, 0.0358
Si, -17.3258, 5.8352, 13.6086, -0.0117, 0.0052, 0.0274
Si, 28.8375, -5.7762, 13.6605, -0.0156, 0.0121, 0.0225
Si, 28.8153, -1.9569, 13.6467, -0.0188, -0.0072, -0.0128
Si, -13.457, 1.8941, 13.6249, 0.0238, -0.0096, 0.0113
Si, -13.4736, 5.7682, 13.5896, 0.0013, 0.0084, -0.0018
Si, -13.4602, -5.7702, 13.6693, -0.0386, 0.0146, 0.0279
Si, -13.4668, -1.9523, 13.6557, -0.0005, 0.0219, 0.0299
Si, -9.5932, 1.9389, 13.6164, 0.0059, 0.0026, 0.0335
Si, -9.6238, 5.7758, 13.5856, -0.0153, 0.0042, 0.0518
Si, -9.6242, -5.8105, 13.5913, -0.0075, -0.0251, 0.0085
Si, -9.6191, -1.8953, 13.5763, -0.0028, 0.0121, 0.0041
Si, -5.7095, 1.9862, 13.5543, 0.0057, 0.0352, 0.013
Si, -5.7492, 5.7462, 13.5482, -0.0108, -0.0028, -0.0003
Si, -5.7789, -5.8208, 13.5311, -0.0145, -0.019, 0.0314
Si, -5.7767, -1.8663, 13.5356, -0.0062, -0.0111, 0.0275
Si, 28.8604, -0.0532, 15.0233, -0.002, 0.0121, 0.0269
Si, 28.8788, 3.8377, 14.826, 0.0046, -0.0133, -0.0655
Si, 28.8348, -7.6622, 15.0809, 0.0105, 0.005, 0.055
Si, 28.7318, -3.8649, 15.0516, -0.0203, -0.0094, -0.0176
Si, -13.407, -0.0264, 15.0197, -0.0033, 0.023, 0.0094
Si, -13.5131, 3.8476, 14.9346, -0.0359, 0.0063, -0.0187
Si, -13.4572, -7.7293, 14.995, 0.0301, -0.0117, -0.0234
Si, -13.5114, -3.8545, 15.0708, -0.0072, -0.0413, 0.0132
Si, -9.6304, 0.0107, 14.9818, 0.0002, 0.006, -0.0189
Si, -9.5705, 3.8786, 14.9579, 0.0158, -0.0204, 0.0445
Si, -9.6802, -7.7217, 14.9952, -0.0243, 0.0234, -0.0386
Si, -9.6107, -3.8474, 14.8651, 0.0202, -0.0151, -0.0352
Si, -5.7418, 0.0859, 14.8825, -0.0095, -0.0462, 0.0056
Si, -5.6684, 3.8756, 14.9606, 0.0548, 0.0025, -0.0025
Si, -5.8456, -7.7487, 14.896, 0.0106, 0.0456, -0.0087
Si, -5.779, -3.8492, 14.7707, -0.0208, 0.0235, -0.0226
Si, 30.8355, -0.067, 16.3743, -0.0031, 0.0376, 0.0097
Si, 30.6875, 3.8685, 16.2745, -0.0009, 0.0072, 0.0275
Si, 30.8398, -7.7395, 16.4146, -0.0342, 0.0213, 0.0665
Si, 30.6392, -3.8808, 16.42, 0.0099, -0.0203, 0.0581
Si, -11.4917, -0.0401, 16.4545, 0.0118, -0.0242, 0.0239
Si, -11.5691, 3.8236, 16.218, -0.0108, -0.0019, -0.0053
Si, -11.575, -7.7551, 16.4262, 0.0167, -0.028, 0.0323
Si, -11.4503, -3.8433, 16.2812, 0.0246, 0.0092, 0.018
Si, -7.6511, 0.1128, 16.2327, 0.0233, -0.0448, -0.0403
Si, -7.583, 3.9477, 16.2887, -0.0502, 0.0459, 0.0495
Si, -7.7471, -7.7075, 16.3165, 0.0594, -0.0273, -0.0056
Si, -7.6501, -3.8207, 16.1323, 0.0207, 0.0003, -0.0029
Si, 26.8194, 0.0221, 16.2374, 0.0247, -0.0527, 0.0338
Si, 27.0483, 3.8182, 16.2287, 0.0172, 0.0019, 0.0659
Si, 26.7621, -7.6286, 16.2869, -0.0184, 0.0411, 0.0653
Si, 26.7149, -3.8656, 16.3415, 0.0239, -0.0144, 0.0915
Si, 30.6992, 1.9428, 17.6035, -0.0221, -0.0414, 0.0066
Si, 30.7437, 5.6923, 17.8034, 0.0192, -0.0908, -0.0184
Si, 30.8508, -5.8037, 17.7841, 0.0326, -0.0085, -0.0357
Si, 30.9868, -1.9883, 17.7809, 0.038, 0.09, -0.0163
Si, -11.5883, 1.9935, 17.6913, -0.0252, -0.0073, 0.0452
Si, -11.6037, 5.6174, 17.7209, -0.0021, 0.016, 0.0504
Si, -11.4341, -5.745, 17.6542, 0.0203, -0.0256, 0.0954
Si, -11.1894, -2.0264, 17.7659, 0.053, 0.0982, 0.003
Si, -7.7263, 2.047, 17.6222, 0.0363, -0.0059, 0.0548
Si, -7.7587, 5.8108, 17.7757, -0.4203, -0.0762, -0.3993
Si, -7.2838, -5.7163, 17.4747, 0.2881, -0.0111, -0.3734
Si, -7.1589, -1.8853, 17.362, 0.0776, -0.0137, -0.0058
Si, 26.9167, 1.901, 17.6509, 0.0032, -0.0144, 0.006
Si, 26.9785, 5.7962, 17.5061, 0.0328, -0.003, -0.0631
Si, 25.9956, -5.766, 17.5987, -0.0593, -0.0209, -0.058
Si, 26.0706, -1.8641, 17.4394, -0.1422, -0.09, -0.6516
Si, 28.8242, 1.5513, 19.0123, 0.0927, 0.2069, -0.7481
Si, 28.7704, 6.3642, 18.9587, 0.0343, 0.0336, -0.0263
Si, -16.6792, -6.761, 19.4883, 0.053, -0.2332, -0.7442
Si, -16.4066, -1.4415, 19.7188, 0.3172, -0.0968, -0.5832
Si, 32.5651, 2.4677, 18.885, 0.1931, 0.2766, -0.4816
Si, -12.8073, -9.2673, 21.8257, -0.0286, -0.1201, -0.241
Si, 32.8414, -5.1306, 18.9234, -0.0548, 0.2468, -0.624
Si, 32.9838, -2.6578, 18.9354, 0.0166, -0.0627, -0.141
Si, -9.6635, 2.6803, 18.8813, -0.0321, -0.035, 0.0076
Si, -9.6627, 5.1134, 18.993, 0.0078, 0.0345, -0.0421
Si, -9.7672, -5.8458, 19.3041, -0.1836, 0.1498, -0.6239
Si, -8.9427, -1.7444, 18.8302, -0.2009, -0.1817, -0.6505
Si, 25.0245, 2.5832, 18.8783, -0.0719, 0.2975, -0.6063
Si, 25.3111, 5.0234, 18.9674, -0.251, -0.1895, -0.5139
Si, -19.5014, -5.5323, 19.8265, -0.2105, -0.0471, -0.7388
Si, -19.1494, -2.4966, 20.2805, -0.0071, -0.0874, -0.1315
Si, -9.6693, -3.3858, 21.1342, 0.0114, -0.1182, -0.083
Si, 24.6116, -8.938, 24.1143, 0.0434, 0.0395, 0.031
Si, -8.8109, -4.6599, 23.7881, -0.0686, -0.0371, -0.0392
Si, 32.6557, 4.9191, 18.9911, -0.0036, -0.1864, -0.7316
Si, -13.7825, -1.9692, 21.0872, -0.0226, -0.0627, -0.5528
Si, 24.0725, 3.5416, 23.9801, -0.1255, -0.1388, -0.1307
Si, -9.4843, 0.96, 20.4046, -0.1132, 0.4557, -0.4364
Si, -14.0189, -4.1573, 23.2988, 0.0624, -0.0378, -0.0188
Si, -9.0211, 3.0332, -8.3682, 0.004, -0.0749, -0.1047
Si, -14.2859, -6.5652, 21.5053, 0.0383, 0.1129, -0.2724
Si, -17.1194, 3.2669, 21.6765, 0.0914, -0.0532, -0.1202
Si, -14.4346, 2.1814, 21.7805, -0.1203, -0.0157, -0.0855
Si, -6.2865, -3.6646, -8.8916, 0.043, -0.0331, -0.0724
Si, -6.7668, 1.2325, 21.7495, 0.075, 0.0158, -0.2076
Si, -18.6258, -9.5535, 20.9094, 0.174, 0.1104, -0.616
Si, 24.5746, -3.1025, 24.798, 0.1027, -0.0027, -0.096
Si, -5.952, -0.9488, -7.3055, 0.0756, -0.0061, -0.0063
Si, -15.141, -8.3866, -7.2258, -0.1766, -0.0216, 0.0338
Si, -16.445, -3.6898, 25.0053, -0.0756, -0.0481, -0.0754
Si, -8.1149, -7.3994, -7.6979, 0.1514, -0.0297, 0.1183
Si, -13.2, -6.1135, -7.0743, 0.0177, 0.0887, -0.125
Si, -19.0812, -5.051, 24.5251, -0.0871, -0.0172, -0.0599
Si, -8.7543, -7.7639, 23.3541, 0.0905, 0.0208, -0.1162
Si, -3.3959, -0.8949, -5.6348, -0.0529, 0.0742, 0.065
Si, -19.8286, -7.1319, 22.2563, 0.1342, -0.017, -0.0732
Si, -9.8927, -0.1327, 24.6863, -0.0456, 0.0006, -0.0475
Si, -15.7687, 4.3148, -5.8341, -0.0384, -0.0237, 0.0556
Si, -8.523, 5.2271, -6.5416, 0.038, -0.0387, 0.0752
Si, -16.5671, -2.4803, -4.5487, -0.001, 0.1198, 0.1399
Si, -12.534, 3.7029, 23.6128, -0.1244, -0.039, -0.0343
Si, -13.9607, -3.6368, -5.4706, 0.1628, 0.1259, 0.1161
Si, -18.7593, 0.0777, 25.0025, 0.1302, 0.0024, -0.0094
Si, -10.3189, -5.3587, -7.1601, -0.0109, 0.0986, 0.1724
Si, -5.5926, -7.7293, -8.8386, 0.0457, 0.0678, 0.0622
Si, -9.7855, 2.973, 24.6376, -0.0045, 0.0048, 0.0644
Si, -2.0131, -0.2613, -8.2889, -0.0659, -0.0695, 0.0294
Si, -9.6989, -3.4797, -4.7593, -0.086, 0.0683, 0.044
Si, -11.3083, -0.8785, 22.0009, 0.1451, 0.049, -0.0301
Si, -7.5265, 4.9731, -2.6336, 0.0316, 0.0234, 0.082
Si, -15.502, 2.4428, -8.1372, -0.0055, -0.0555, 0.0087
Si, -9.8529, 6.668, 20.7566, 0.1591, -0.4324, -0.4879
Si, -20.5798, -1.1206, 22.7025, -0.0114, -0.0244, -0.1225
Si, -10.6085, -0.5214, -5.2821, 0.1158, -0.0385, 0.0809
Si, -12.5182, -1.3878, -7.2922, -0.1335, -0.0934, 0.0905
Si, -10.0549, 5.7398, -3.7975, -0.0668, -0.0773, 0.1015
Si, -8.0961, 0.9232, -6.3731, -0.0414, 0.0227, -0.0258
Si, -16.3754, 1.4718, 23.8133, 0.0973, -0.0307, -0.1696
Si, -5.932, -5.8876, -6.7944, -0.0316, -0.0191, 0.0062
Si, 0.0171, -1.9315, 6.8211, 0.0064, 0.0081, -0.0108
Si, 0.0144, 1.9103, 6.7824, -0.0016, 0.0188, -0.0169
Si, 0.0057, 5.7507, 6.7765, -0.0176, 0.0007, -0.0222
Si, 0.0063, -5.8227, 6.7901, 0.0044, 0.0094, -0.0076
Si, 3.847, -1.9247, 6.8565, -0.0046, 0.0022, -0.0053
Si, 3.844, 1.9098, 6.8436, -0.0064, -0.003, -0.0103
Si, 3.8529, 5.7845, 6.8294, -0.0004, -0.0012, -0.0253
Si, 3.8268, -5.7964, 6.8161, -0.0167, -0.0094, -0.0139
Si, 7.6915, -1.8922, 6.8155, 0.0177, -0.0054, -0.0044
Si, 7.709, 1.9266, 6.7866, -0.0082, 0.0032, -0.0177
Si, 7.6961, -9.6015, 6.7898, -0.0084, -0.0049, -0.0098
Si, 7.6782, -5.7637, 6.8106, 0.01, -0.0026, -0.0039
Si, -3.8519, -1.9109, 6.8395, -0.0044, -0.0114, -0.0035
Si, -3.8349, 1.9171, 6.8022, -0.0013, 0.0211, -0.0222
Si, -3.8292, -9.6012, 6.7999, 0.0063, -0.0193, -0.0224
Si, -3.829, -5.8131, 6.7988, 0.0206, 0.0158, -0.0207
Si, 15.3922, -1.9169, 6.8011, 0.0037, 0.0023, -0.0164
Si, 15.3887, 1.927, 6.7697, 0.0045, 0.0186, -0.0191
Si, 15.3789, -9.6125, 6.7664, -0.0135, -0.008, -0.0229
Si, 15.3793, -5.795, 6.7859, 0.0016, 0.0076, -0.007
Si, 19.2165, -1.9076, 6.8491, 0.0049, 0.0013, -0.0104
Si, 19.2247, 1.9141, 6.8524, -0.0023, -0.0066, -0.0095
Si, 19.2301, -9.5833, 6.828, 0.004, 0.005, -0.0213
Si, 19.2095, -5.7715, 6.822, -0.0065, -0.0056, -0.0115
Si, 23.0753, -1.8839, 6.8197, 0.0133, -0.0069, -0.0028
Si, 23.0959, 1.9316, 6.7897, -0.0119, 0.0032, -0.0145
Si, 23.08, -9.5896, 6.7927, -0.0104, -0.0105, -0.0071
Si, 23.0643, -5.7564, 6.8107, 0.01, 0.0007, -0.005
Si, 11.5139, -1.8905, 6.8222, -0.0037, -0.0186, -0.0067
Si, 11.5335, 1.9287, 6.7906, 0.0031, 0.0201, -0.0274
Si, 11.538, -9.5913, 6.7841, 0.0067, -0.011, -0.0252
Si, 11.5329, -5.7965, 6.7878, 0.005, 0.008, -0.0149
Si, -15.3756, -1.933, 6.8141, 0.0014, 0.0097, -0.0098
Si, -15.3766, 1.9104, 6.7707, 0.0024, 0.0199, -0.0149
Si, -15.3862, 5.7577, 6.7663, -0.0133, 0.0014, -0.0209
Si, -15.3858, -5.8165, 6.7836, 0.002, 0.012, -0.0067
Si, -11.5258, -1.9268, 6.8321, -0.0093, 0.0027, -0.0082
Si, -11.5324, 1.9046, 6.8246, -0.013, 0.0027, -0.0086
Si, -11.5208, 5.7816, 6.8113, -0.007, 0.0002, -0.027
Si, -11.547, -5.8014, 6.7986, -0.0221, -0.0075, -0.0189
Si, -7.6847, -1.8958, 6.8163, 0.0223, -0.0079, -0.0048
Si, -7.6641, 1.9229, 6.786, 0.0014, 0.0057, -0.0148
Si, -7.6785, -9.6088, 6.7902, 0.0001, -0.0105, -0.0107
Si, -7.6977, -5.775, 6.8104, 0.0161, -0.0005, -0.0092
Si, 26.9005, -1.9003, 6.8207, -0.0112, -0.0149, -0.0008
Si, -19.2364, 1.9233, 6.7849, 0.0001, 0.0217, -0.0226
Si, -19.2333, -9.5915, 6.7891, 0.0089, -0.0227, -0.0244
Si, -19.2313, -5.8064, 6.7802, 0.0221, 0.0141, -0.0226
Si, 1.9194, -1.9278, 8.2085, 0.0074, -0.001, 0.0227
Si, 1.9092, 1.9152, 8.1898, -0.0136, 0.0016, 0.0287
Si, 1.9119, 5.7617, 8.1749, -0.0211, -0.0155, 0.0207
Si, 1.909, -5.7842, 8.183, -0.0129, 0.0251, 0.0163
Si, 5.7757, -1.903, 8.1927, -0.0068, -0.0026, 0.0089
Si, 5.783, 1.9185, 8.1619, -0.0157, 0.0178, 0.008
Si, 5.7771, -9.6021, 8.1678, -0.0001, -0.0082, 0.0188
Si, 5.7549, -5.7939, 8.1701, 0.0101, -0.0192, 0.0076
Si, 9.6038, -1.9117, 8.1876, 0.0079, -0.0024, 0.024
Si, 9.6208, 1.9313, 8.1583, 0.0045, -0.0078, 0.0236
Si, 9.6195, -9.6081, 8.1498, 0.0035, -0.0045, 0.0229
Si, 9.6106, -5.7721, 8.1549, -0.0001, -0.0024, 0.011
Si, -1.9098, -1.93, 8.1769, -0.0049, 0.0118, 0.015
Si, -1.9006, 1.9164, 8.1528, 0.0103, -0.0008, 0.0245
Si, -1.8988, -9.6116, 8.1565, 0.0251, 0.0045, 0.0266
Si, -1.9083, -5.7862, 8.1633, 0.008, -0.0087, 0.0182
Si, 17.2906, -1.9188, 8.1947, 0.0103, -0.0011, 0.02
Si, 17.2824, 1.9247, 8.1794, -0.0089, 0.0039, 0.0257
Si, 17.2867, -9.6117, 8.1623, -0.0234, -0.0191, 0.0181
Si, 17.2853, -5.7694, 8.1732, -0.0103, 0.0223, 0.0116
Si, 21.1494, -1.8969, 8.1785, -0.0093, -0.0073, 0.0034
Si, 21.1679, 1.9235, 8.1602, -0.0172, 0.0233, 0.0087
Si, 21.1557, -9.5855, 8.1591, -0.0045, -0.0108, 0.0138
Si, 21.1403, -5.7805, 8.1656, 0.0024, -0.0136, 0.0041
Si, 24.9922, -1.9151, 8.1824, 0.012, -0.001, 0.0191
Si, -21.1483, 1.9278, 8.1537, 0.0053, -0.0207, 0.0225
Si, -21.1536, -9.6042, 8.1459, 0.0044, 0.0025, 0.0234
Si, -21.1568, -5.7747, 8.1438, -0.0059, -0.0044, 0.0067
Si, 13.4609, -1.9197, 8.1497, -0.0028, 0.0079, 0.0124
Si, 13.4714, 1.9267, 8.133, 0.0108, -0.0007, 0.0252
Si, 13.4693, -9.6007, 8.1345, 0.0214, 0.0039, 0.028
Si, 13.458, -5.7735, 8.1436, 0.0095, -0.0111, 0.0155
Si, -13.4569, -1.9285, 8.1803, 0.007, 0.0028, 0.0211
Si, -13.4706, 1.9127, 8.1651, -0.0192, 0.0045, 0.0277
Si, -13.4671, 5.7625, 8.1482, -0.0156, -0.0178, 0.0167
Si, -13.4693, -5.7846, 8.159, -0.0089, 0.0242, 0.0142
Si, -9.6049, -1.9095, 8.1844, -0.0096, -0.007, 0.0087
Si, -9.5961, 1.9135, 8.1535, -0.0193, 0.0164, 0.008
Si, -9.6017, -9.6059, 8.1609, -0.0028, -0.0069, 0.0203
Si, -9.624, -5.7999, 8.1648, 0.0081, -0.0172, 0.0096
Si, -5.7701, -1.9197, 8.1938, 0.0105, -0.0006, 0.0234
Si, -5.7521, 1.9245, 8.1654, 0.0029, -0.0139, 0.0219
Si, -5.7543, -9.6155, 8.1569, 0.0032, 0.0005, 0.0225
Si, -5.7614, -5.7849, 8.1578, -0.0034, -0.0117, 0.0098
Si, -17.31, -1.9315, 8.1516, 0.0011, 0.0108, 0.0106
Si, -17.2955, 1.9172, 8.1293, 0.01, -0.0024, 0.0228
Si, -17.294, -9.6055, 8.1349, 0.0214, 0.0049, 0.0278
Si, -17.3054, -5.7821, 8.1407, 0.0126, -0.0096, 0.0168
Si, 1.9147, -0.0029, 9.5642, -0.0117, -0.0058, -0.0151
Si, 1.9049, 3.8429, 9.5533, 0.0084, -0.0111, -0.0097
Si, 1.9063, 7.6855, 9.5469, 0.0172, 0.0139, -0.022
Si, 1.9043, -3.8613, 9.56, -0.0123, -0.0016, -0.0227
Si, 5.7614, 0.018, 9.5483, 0.0084, 0.01, -0.0201
Si, 5.7645, 3.8465, 9.5105, -0.0026, -0.0137, -0.019
Si, 5.7577, -7.6983, 9.5404, 0.013, -0.003, -0.0062
Si, 5.7583, -3.8531, 9.5204, 0.0036, 0.0034, -0.0329
Si, 9.616, 0.019, 9.5266, -0.0137, -0.0074, -0.0157
Si, 9.626, 3.8552, 9.5195, -0.0122, -0.0101, -0.0119
Si, 9.6114, -7.6913, 9.5099, -0.0125, 0.008, -0.0115
Si, 9.618, -3.8531, 9.5289, 0.0119, 0.0016, -0.0125
Si, -1.8972, -0.0019, 9.5243, 0.0047, 0.0049, -0.0244
Si, -1.8908, 3.8449, 9.5125, -0.0163, 0.0068, -0.0203
Si, -1.897, -7.6964, 9.5276, -0.0095, -0.0046, -0.0251
Si, -1.9083, -3.8595, 9.5374, 0.0079, -0.0072, -0.0129
Si, 17.2872, 0.0033, 9.5437, -0.0088, -0.0035, -0.0144
Si, 17.2826, 3.8546, 9.5349, 0.0099, -0.0097, -0.0123
Si, 17.285, -7.6895, 9.5291, 0.0169, 0.0138, -0.0227
Si, 17.2867, -3.8527, 9.547, -0.0164, -0.001, -0.0181
Si, 21.1419, 0.0172, 9.5336, 0.0118, 0.0098, -0.0167
Si, 21.1418, 3.8614, 9.4913, -0.0014, 0.0062, -0.022
Si, 21.1413, -7.6853, 9.5306, 0.0119, -0.0021, -0.0122
Si, 21.1401, -3.8431, 9.5073, 0.0165, 0.0056, -0.0272
Si, 25.0097, 0.0119, 9.5158, -0.016, -0.0117, -0.0101
Si, -21.1434, 3.8571, 9.5065, -0.0122, -0.0056, -0.0122
Si, -21.1564, -7.6879, 9.5021, -0.0143, -0.0015, -0.0106
Si, 25.012, -3.8573, 9.5177, 0.014, 0.0068, -0.0136
Si, 13.4743, 0.0051, 9.4966, 0.0025, 0.0024, -0.0262
Si, 13.4791, 3.8558, 9.4873, -0.0126, 0.0109, -0.0212
Si, 13.4734, -7.6876, 9.5003, -0.0124, -0.0036, -0.0244
Si, 13.4613, -3.8489, 9.5102, 0.0035, -0.0093, -0.0132
Si, -13.46, -0.0076, 9.5348, -0.0081, -0.0018, -0.0129
Si, -13.471, 3.8436, 9.5214, 0.0081, -0.0047, -0.0105
Si, -13.4678, 7.6847, 9.5189, 0.0147, 0.0106, -0.023
Si, -13.4725, -3.8614, 9.5324, -0.0069, 0.001, -0.0221
Si, -9.6161, 0.0117, 9.5402, 0.0082, 0.0064, -0.0198
Si, -9.6136, 3.8428, 9.503, -0.0044, -0.0072, -0.0146
Si, -9.6199, -7.7037, 9.5371, 0.0145, -0.0059, -0.0065
Si, -9.6197, -3.8584, 9.5145, 0.0065, 0.0028, -0.0302
Si, -5.754, 0.0116, 9.5362, -0.013, -0.0049, -0.0139
Si, -5.7455, 3.8494, 9.5295, -0.0091, -0.0098, -0.0149
Si, -5.7615, -7.6991, 9.5215, -0.0125, 0.001, -0.0126
Si, -5.7544, -3.8628, 9.535, 0.011, 0.0057, -0.0135
Si, -17.2846, -0.0048, 9.4941, 0.0009, 0.0062, -0.0236
Si, -17.279, 3.8476, 9.481, -0.0162, 0.0083, -0.0221
Si, -17.2841, -7.6909, 9.5014, -0.0133, -0.0025, -0.026
Si, -17.2994, -3.8582, 9.5114, -0.001, -0.0109, -0.0136
Si, -0.0067, -0.0275, 10.9295, -0.0024, 0.002, 0.0207
Si, -0.0106, 3.8381, 10.9411, -0.0088, 0.0052, 0.0281
Si, -0.0058, 7.7091, 10.9305, -0.0273, 0.0049, 0.0196
Si, -0.0089, -3.8578, 10.9453, 0.0159, 0.0098, 0.0186
Si, 3.8396, 0.0141, 10.9195, 0.0016, 0.0079, 0.0183
Si, 3.8465, 3.8423, 10.8886, 0.0241, 0.0049, 0.0123
Si, 3.8303, 7.6966, 10.8995, 0.0035, -0.0121, 0.0172
Si, 3.8422, -3.8497, 10.9027, -0.0016, -0.0023, 0.0013
Si, 7.6934, 0.0309, 10.8786, 0.0207, 0.0001, 0.0066
Si, 7.6845, 3.8424, 10.8653, -0.0061, 0.0059, 0.009
Si, 7.6902, -7.7118, 10.8652, 0.0145, -0.0053, 0.0116
Si, 7.6791, -3.8548, 10.8777, -0.012, -0.0181, 0.0096
Si, -3.814, 0.0113, 10.8772, -0.0164, 0.0057, 0.0076
Si, -3.7987, 3.8545, 10.8789, 0.0074, 0.0106, 0.0173
Si, -3.8228, -7.6928, 10.8647, 0.0025, -0.0152, -0.0013
Si, -3.8273, -3.858, 10.906, -0.0183, 0.0021, 0.0201
Si, 15.3638, -0.0237, 10.8961, 0, 0.0043, 0.0215
Si, 15.3617, 3.8484, 10.9079, -0.0117, -0.0001, 0.0284
Si, 15.366, -7.6759, 10.8955, -0.0291, 0.0015, 0.0182
Si, 15.3631, -3.8572, 10.91, 0.0107, 0.0058, 0.0176
Si, 19.2137, 0.0114, 10.8929, -0.0035, 0.0046, 0.0223
Si, 19.2255, 3.8547, 10.8684, 0.0121, 0.0009, 0.0165
Si, 19.2099, -7.6806, 10.8801, -0.0052, -0.0175, 0.0212
Si, 19.2277, -3.8531, 10.8906, 0.0013, -0.0008, 0.0054
Si, 23.0783, 0.0196, 10.8521, 0.0212, -0.0014, 0.0057
Si, 23.0645, 3.8612, 10.8333, -0.0095, -0.0094, 0.0138
Si, 23.0783, -7.7032, 10.8467, 0.0202, 0.0054, 0.0155
Si, 23.0649, -3.8518, 10.8529, -0.0178, -0.0249, -0.001
Si, 11.5608, 0.0143, 10.8519, -0.0175, 0.0005, 0.0068
Si, 11.5753, 3.8573, 10.8571, 0.0095, 0.0122, 0.0144
Si, 11.5533, -7.687, 10.8411, 0.0052, -0.0149, 0.0008
Si, 11.5494, -3.852, 10.8846, -0.0252, 0.0022, 0.0167
Si, -15.3842, -0.0361, 10.8886, -0.0019, -0.0008, 0.0219
Si, -15.389, 3.8419, 10.897, -0.0065, 0.002, 0.0271
Si, -15.3824, 7.7123, 10.891, -0.0216, 0.0045, 0.0178
Si, -15.3905, -3.8582, 10.909, 0.0138, 0.012, 0.0197
Si, -11.5438, 0.0064, 10.903, -0.0063, 0.0106, 0.021
Si, -11.5389, 3.8391, 10.871, 0.0146, 0.0019, 0.0137
Si, -11.5538, 7.6887, 10.8867, 0.0031, -0.0081, 0.0166
Si, -11.5424, -3.8566, 10.8872, -0.0068, -0.0014, 0.0041
Si, -7.685, 0.025, 10.8767, 0.0145, -0.0037, 0.0077
Si, -7.6946, 3.8424, 10.8643, -0.007, 0.0032, 0.0092
Si, -7.6887, -7.7153, 10.8691, 0.0114, -0.0018, 0.009
Si, -7.6987, -3.8573, 10.8765, -0.0149, -0.022, 0.0069
Si, 26.9568, 0.0016, 10.8371, -0.0198, -0.0025, 0.0061
Si, -19.1887, 3.8578, 10.8386, 0.0053, 0.0032, 0.019
Si, -19.2115, -7.6857, 10.8299, 0.0034, -0.0099, 0.0044
Si, 26.944, -3.8591, 10.8743, -0.0208, -0.0018, 0.0125
O, -1.7122, 0.1168, -2.3639, -0.1627, 0.0971, 0.2309
O, 11.131, 0.4059, -1.7867, -0.354, 0.0187, -0.477
O, 10.9141, 3.7987, -1.5462, -0.6794, 0.2217, -0.1766
O, -1.9656, 4.1097, -0.8174, 0.1397, -0.2945, -0.3171
O, -4.4438, 5.2047, -6.03, -0.2062, 0.1474, 0.1236
O, 1.6679, -7.6961, -6.9751, 0.266, -0.2334, 0.4085
O, 11.7195, -5.2901, -3.3054, -0.1385, 0.2517, 0.5002
O, 9.4879, -6.7086, -3.2825, -0.1545, 0.0347, -0.3396
O, 0.8603, -0.1273, -1.859, 0.3509, -0.3184, -0.2146
O, 0.2617, 3.223, -1.885, 0.2251, -0.3689, 0.1311
O, 2.4017, 2.7924, -3.3163, 0.0167, -0.1068, 0.1184
O, -0.4112, -8.5279, -4.2572, 0.103, -0.3974, -0.2434
O, 3.1705, -4.0102, -1.5246, -0.3972, 0.1156, -0.2468
O, -1.6721, -5.4636, -1.7504, -0.0719, 0.3738, 0.3023
O, 3.9861, 0.0493, -1.3158, 0.1064, -0.3642, -0.0925
O, 6.3088, -0.1961, -2.4777, -0.0541, -0.1515, 0.0396
O, 3.8379, 3.9272, -1.3706, -0.6668, 0.0908, -0.1139
O, 3.4383, -7.7844, -1.3329, -0.3353, 0.0309, -0.2036
O, 5.8407, -7.6009, -0.3828, 0.1555, 0.1911, -0.0198
O, 5.6263, -3.8072, -0.4587, 0.0417, 0.1515, -0.2759
O, 7.9542, 4.1594, -1.1922, 0.5888, 0.1441, -0.103
O, -5.2283, 2.9267, -3.9613, 0.2292, -0.1037, -0.246
O, 8.3856, -7.6126, -1.0986, 0.0827, 0.3466, -0.129
O, 7.9958, -3.7212, -1.4469, 0.4103, -0.0628, -0.2457
O, 9.5579, -3.9647, -3.4434, 0.3466, 0.3829, -0.4077
O, 0.2109, 1.415, 0.2322, -0.0805, 0.1186, -0.2637
O, 0.1248, -1.22, 0.3428, -0.1764, -0.2305, -0.0052
O, 0.2379, -7.1394, -2.1235, 0.3184, 0.4413, 0.0859
O, 0.0192, -3.7979, 0.9951, 0.2877, -0.1668, -0.2336
O, -0.0995, -6.3184, 0.2529, 0.213, -0.3445, -0.0993
O, 11.4805, -1.3024, 0.153, 0.1704, -0.3007, -0.1936
O, 13.3811, -7.8872, -0.7056, 0.3941, -0.3398, -0.2973
O, 11.5209, -3.8385, 0.8913, 0.1861, 0.0132, -0.2259
O, 11.4076, -6.3819, 0.1848, -0.4601, 0.2271, -0.4337
O, -6.6263, -9.2912, 18.9732, -0.0955, 0.2008, 0.4791
O, 7.2428, -5.5888, 18.8646, 0.3054, -0.027, 0.2387
O, -2.4983, -5.6696, 19.8518, 0.2189, 0.4147, 0.0441
O, -2.3677, -2.3452, 20.0137, 0.1828, -0.3363, 0.1223
O, -3.5678, 0.0001, -4.3002, -0.3062, -0.1168, -0.0946
O, -2.9065, 2.2579, -3.1129, 0.4049, 0.0503, -0.0884
O, 12.0033, 4.7962, -3.7389, -0.3267, 0.4318, 0.1948
O, -1.9907, -7.8642, -0.7739, 0.3455, -0.4393, 0.1205
O, 10.5057, -6.667, -7.8076, 0.634, 0.1906, 0.1259
O, 10.2417, -5.4658, -5.4623, 0.3968, 0.2803, -0.3
O, 8.2505, -6.894, -6.4935, -0.2765, -0.3268, 0.6411
O, -0.295, -1.2213, -4.0167, 0.1126, -0.0325, -0.2699
O, 0.1712, 1.4036, -3.8103, 0.0458, -0.011, -0.7015
O, 0.3214, 3.9402, -4.4805, -0.1575, 0.6626, 0.1439
O, 8.0745, -0.4832, -6.6896, -0.4514, -0.2844, 0.44
O, -6.268, 4.9962, 23.4068, 0.279, -0.1816, -0.5848
O, -1.5304, -6.134, -4.3967, 0.4724, 0.3219, -0.1818
O, 4.1666, -0.2628, -3.8896, -0.4586, -0.1361, -0.0117
O, 5.3698, -2.0614, -5.4275, 0.2083, -0.0915, -0.2108
O, 4.8901, 2.0439, -2.824, 0.6506, 0.0369, -0.3997
O, 4.3707, 4.4517, -3.8879, -0.0459, -0.0682, -0.4958
O, 4.6351, -3.9093, -3.6556, 0.357, -0.3099, 0.1962
O, 1.4937, -5.1902, -6.1016, -0.2533, -0.3447, 0.081
O, 8.463, 1.1647, -3.0385, -0.038, 0.1746, 0.2562
O, 8.5675, -1.5173, -2.8003, 0.5451, -0.0253, -0.3092
O, 8.2248, 1.898, -5.5381, 0.3408, 0.204, -0.3553
O, 4.5942, -4.3555, -8.1916, -0.1349, 0.0665, -0.2907
O, 7.1257, -3.3721, -3.9813, 0.1038, -0.0703, -0.2917
O, -1.6408, 0.1342, 19.6774, -0.0183, -0.0699, 0.1484
O, -4.4662, 5.6935, 20.6968, -0.2952, -0.0354, 0.4651
O, 1.7249, -3.3917, 21.9872, 0.3639, -0.1991, 0.009
O, -0.3321, -6.7302, 20.7845, -0.1909, -0.1878, 0.3306
O, -0.0041, -1.5672, 20.9701, -0.0216, 0.18, 0.4652
O, 5.3047, -4.6329, 24.6945, 0.1494, -0.4183, -0.1416
O, 0.1897, 0.9803, 22.6854, 0.5312, -0.589, -0.2246
O, 9.2672, -2.157, -8.354, -0.1487, 0.15, 0.0181
O, 6.4476, -3.6512, 22.5383, 0.2097, 0.3211, 0.2228
O, 4.6272, -0.778, 23.4707, 0.0334, -0.0598, 0.2908
O, 6.3653, -0.2135, 19.2953, -0.3218, 0.3467, -0.5097
O, 7.0432, 0.998, 21.5157, -0.0602, 0.0002, 0.3683
O, 5.5115, -7.3317, 19.8566, -0.3055, -0.1412, -0.5081
O, 5.2479, -4.7713, 20.455, -0.623, -0.0335, 0.4528
O, 3.5768, -0.3542, -6.3644, -0.3373, 0.4618, -0.1871
O, 6.7558, -2.6838, 20.1208, 0.8541, -0.1154, -0.0077
O, 9.4133, 1.2618, 20.265, 0.2573, -0.3379, 0.2328
O, 4.5067, -2.3409, 21.3685, -0.4432, 0.0605, 0.201
O, -5.6596, 3.7553, 19.4739, -0.0501, 0.2337, 0.1319
O, -4.4521, -3.9634, 20.194, -0.1551, 0.0135, 0.3655
O, -4.791, -6.524, 20.8341, -0.7431, -0.073, 0.0251
O, 0.1747, -3.6114, 23.9812, -0.0406, 0.4534, -0.1987
O, -4.6316, -1.547, 21.1255, -0.2739, 0.2674, -0.041
O, 9.9713, 0.3429, -8.2362, 0.1672, 0.3973, 0.2891
O, 2.4138, 4.9831, 22.7397, -0.5574, -0.0113, 0.5301
O, 1.8185, -0.6525, -8.2542, -0.3504, 0.0457, 0.3762
O, -0.1447, 2.2523, 24.971, -0.0846, 0.4631, 0.0004
O, 2.1368, -5.8987, 20.3615, 0.3961, -0.1733, 0.3132
O, 2.7168, -4.3036, 24.2998, 0.0437, 0.1824, 0.1325
O, 0.4064, 5.4323, -6.7161, 0.3552, -0.0533, -0.1401
O, 4.084, -8.9729, 21.3356, 0.0701, 0.0485, 0.24
O, 4.557, 0.3522, 21.0906, -0.6972, 0.1385, 0.3326
O, 8.8248, 2.573, 22.4755, -0.044, 0.3849, -0.1002
O, -8.3754, 3.6621, 24.2504, -0.0852, 0.33, -0.1817
O, 6.8212, -6.1593, 23.1392, -0.123, 0.124, -0.5487
O, -5.9689, 3.0651, 25.1311, 0.289, 0.0841, 0.2325
O, 10.5523, -1.2734, -6.2032, -0.1403, -0.1548, 0.116
O, 6.7951, -8.8753, -7.5857, -0.5119, -0.206, -0.367
O, 7.0302, 1.6679, -7.8591, -0.0901, -0.4785, -0.3276
O, -2.9759, -8.0653, 22.0214, 0.2987, 0.3336, 0.3994
O, -4.0227, -0.6405, 23.5262, 0.4685, 0.0058, -0.1726
O, 1.143, -5.7998, 22.7996, -0.1277, -0.1976, 0.4964
O, 12.9039, -2.0988, -5.2906, -0.4542, -0.5083, -0.3021
O, 1.5328, 1.5848, 20.3187, 0.0059, -0.389, -0.2326
O, -1.147, 1.0655, -8.5415, -0.1766, 0.0449, -0.1158
O, -7.5034, -4.1906, 24.6021, 0.1527, 0.0137, 0.0828
O, 6.0858, -6.3757, -7.888, -0.1939, 0.1452, -0.3564
O, 2.0326, -5.6816, -8.6091, -0.0101, -0.177, -0.0594
O, -7.5941, -8.3226, 24.3208, -0.17, -0.196, 0.4589
O, 5.2326, -8.0765, 23.9502, -0.17, 0.2011, -0.3643
O, 9.1863, -0.0834, 22.476, -0.4231, 0.1779, 0.5051
O, 6.3497, 5.6355, -2.6142, -0.1462, 0.2692, 0.4332
O, 6.3027, 5.7291, -5.1942, 0.1998, 0.1002, -0.1244
O, -0.0227, -3.1723, -5.6263, -0.1104, 0.0426, -0.5216
O, -5.8233, -2.5785, 23.2694, -0.2079, -0.2367, -0.2987
O, 0.0951, 3.3558, 21.6477, 0.1595, 0.6893, 0.2041
O, -2.075, 2.6747, 20.326, -0.3462, 0.1516, -0.1291
O, 6.1172, 4.0102, -7.1546, -0.3078, -0.1404, 0.6661
O, 1.6296, -8.1453, 21.7161, -0.3668, -0.021, 0.4208
O, 6.6582, -8.5147, 21.8531, 0.4226, -0.1262, -0.05
O, -5.4335, -7.9486, 22.9633, -0.1925, -0.0704, -0.5455
O, -0.1129, 2.8289, -6.784, 0.2475, -0.169, 0.5076
O, -1.7735, 0.2525, 24.4548, 0.2361, -0.2429, 0.2853
O, 7.7331, 3.6998, -3.7054, -0.4612, 0.054, -0.414
O, 3.8006, -6.2514, -6.6408, -0.0497, -0.4952, 0.1295
O, 8.5506, 4.8662, -6.5154, 0.1066, -0.2759, 0.5399
O, -1.4276, -3.6286, -3.4745, -0.1234, 0.0225, 0.4131
O, 2.4375, 2.389, 22.573, 0.1383, -0.141, -0.0397
O, -2.4218, -4.0659, 24.3202, 0.1006, 0.0785, -0.6239
O, 1.2832, 1.84, -8.8748, 0.0013, 0.4406, 0.2267
O, -4.9368, -4.2597, 25.0856, -0.0104, -0.1388, 0.4386
O, -2.8689, -8.3878, -5.012, -0.2321, 0.3435, -0.1049
O, 10.4914, 3.7493, -8.1218, -0.2705, -0.5192, 0.1338
O, 4.1036, -1.8511, -8.3934, 0.6087, 0.2734, -0.2321
O, -1.8855, 4.6095, -5.8272, -0.0866, -0.1105, -0.387
O, 12.7838, -0.044, -6.8573, 0.1357, 0.3421, 0.0976
O, -3.909, -5.8306, 23.1721, 0.0365, 0.2031, -0.1774
O, 6.912, -0.8654, 24.8313, 0.0772, -0.2122, -0.0298
O, 13.3906, 4.1194, -0.8486, 0.2705, -0.1686, 0.1394
O, -0.9258, -7.5918, -6.5905, -0.0493, 0.346, -0.2268
O, -0.0007, -8.4585, -8.8708, 0.3794, -0.0045, -0.0553
O, 4.5083, 3.6501, 23.6257, 0.2419, 0.1918, -0.2635
O, 8.9076, -4.5951, -7.5993, -0.3619, 0.1377, 0.2587
O, -1.9421, 2.44, 23.0054, -0.5227, -0.1338, 0.3957
O, 5.7727, 1.4473, 24.2984, -0.0754, -0.1932, -0.0201
O, 2.4305, -0.898, 21.8886, -0.2629, 0.3475, 0.2275
O, 14.2496, -1.6093, -8.4888, -0.01, 0.0821, 0.3075
O, -5.5096, -9.2195, -8.2572, 0.1126, -0.1812, -0.1738
O, 13.6782, 0.1649, -2.398, -0.0841, -0.4157, 0.6929
O, -19.7312, 0.4565, -1.7365, -0.285, 0.064, -0.352
O, -19.9016, 3.7876, -1.4873, -0.5605, 0.2497, 0.1114
O, 11.1009, 5.3464, -6.1267, -0.0704, -0.2071, 0.1598
O, 17.1075, -7.6806, -7.0955, 0.5373, -0.2986, 0.0761
O, -19.1346, -5.2758, -3.2055, -0.3007, -0.0155, 0.3429
O, 24.7328, -6.6131, -3.1682, -0.4491, 0.0995, -0.5232
O, 16.2371, -0.0592, -1.8525, 0.3607, -0.2669, -0.0044
O, 15.5271, 3.2125, -2.1095, -0.0968, -0.4171, 0.2868
O, 17.7987, 2.7019, -3.2739, -0.0636, -0.1541, -0.4786
O, 15.4434, -8.1423, -4.4932, 0.2329, 0.0201, -0.3086
O, 17.5027, -8.7114, -2.9903, -0.0006, -0.4242, -0.2489
O, 13.7847, -5.5487, -1.8322, -0.3814, 0.157, 0.208
O, 19.3498, 0.0899, -1.2747, 0.229, 0.037, -0.2222
O, 21.6481, -0.2127, -2.4594, -0.013, -0.6443, -0.1483
O, 19.2006, 3.9465, -1.358, -0.3068, 0.0028, -0.286
O, 19.3794, -7.7359, -1.4044, 0.0093, -0.222, -0.0985
O, 18.5442, -4.0486, -1.5518, -0.1379, -0.0838, -0.1989
O, 20.9937, -3.7629, -0.4858, -0.0219, -0.1868, -0.1253
O, 23.2627, 4.2323, -1.1818, 0.4348, -0.335, -0.2394
O, 10.1453, 2.9315, -3.9934, -0.0028, -0.1643, -0.6424
O, 23.3461, -7.6068, -1.197, 0.0568, 0.474, -0.1461
O, 23.3798, -3.6881, -1.4162, 0.4415, -0.1985, -0.0927
O, 24.9086, -3.8867, -3.4309, 0.349, 0.3024, -0.174
O, 15.6159, 1.5228, 0.204, 0.1077, 0.1829, -0.5948
O, 15.4679, -1.1289, 0.3647, -0.4884, -0.084, -0.2741
O, 15.6861, 5.1166, -0.1616, 0.6073, 0.4647, -0.456
O, 15.6506, -7.3121, -1.9954, 0.4705, 0.3551, -0.0301
O, 15.3945, -3.7479, 0.9833, 0.2138, 0.0352, -0.258
O, 15.2555, -6.2779, 0.2627, 0.107, -0.2172, 0.1274
O, -19.3256, -1.283, 0.1755, 0.3951, -0.2079, -0.2933
O, -20.1656, -8.1555, -1.4746, -0.0849, -0.1828, -0.0211
O, -19.2646, -3.8252, 0.9186, 0.2897, 0.0012, -0.4965
O, -19.3703, -6.3506, 0.212, -0.4263, 0.2215, -0.5927
O, 20.7899, -2.0384, 18.4495, 0.0258, -0.0736, 0.1076
O, 8.7874, -9.3115, 18.9678, -0.1441, 0.3743, 0.3097
O, 22.6124, -5.6086, 18.8038, 0.3316, 0.0936, 0.5232
O, 13.1275, -2.2263, 20.1126, 0.3846, -0.0828, 0.0813
O, 11.8344, 0.0965, -4.3448, -0.2115, 0.0005, -0.1275
O, 12.4599, 2.3081, -3.0745, 0.4289, 0.2241, -0.3864
O, -18.8729, 4.8591, -3.6557, -0.0528, 0.4199, 0.3189
O, -20.3405, -6.7084, -7.6529, 0.5438, -0.0129, -0.0778
O, -20.6182, -5.4672, -5.3717, 0.2288, 0.2536, -0.2979
O, 18.3205, -7.7805, 25.3029, -0.052, -0.105, -0.3891
O, 15.1006, -1.2785, -3.9512, 0.556, -0.0471, 0.0178
O, 15.5881, 1.3359, -3.9295, 0.2279, -0.1166, -0.5553
O, 15.9, 3.863, -4.6849, 0.4249, 0.4359, 0.3518
O, 23.4142, -0.4467, -6.6158, -0.1818, -0.487, 0.415
O, 9.1532, 5.0186, 23.2854, 0.0938, 0.066, -0.2316
O, 13.875, -6.0525, -4.5268, 0.2533, 0.2124, -0.3079
O, 19.4739, -0.194, -3.8418, -0.361, -0.4484, 0.0092
O, 20.6459, -2.0436, -5.324, 0.2432, 0.0237, -0.1173
O, 20.3044, 2.0704, -2.7702, 0.4113, 0.1345, 0.0368
O, 19.6816, 4.4212, -3.9094, 0.0088, 0.0311, -0.7849
O, 19.9767, -4.0781, -3.7158, 0.2484, -0.1177, 0.1042
O, 16.7263, -5.2186, -6.1602, -0.553, -0.2808, 0.3261
O, 23.7741, 1.2079, -2.991, -0.0165, 0.0998, -0.0546
O, 23.9135, -1.4757, -2.7833, 0.1976, -0.0144, -0.2796
O, 23.5057, 1.9263, -5.4897, 0.326, 0.1169, -0.2099
O, 23.5379, -6.9207, -6.3953, -0.2858, -0.2476, 0.5887
O, 20.1217, -4.3846, -8.3626, -0.0559, -0.2179, -0.2102
O, 22.438, -3.3471, -3.9213, 0.2231, -0.3386, -0.4123
O, 13.8176, 0.2319, 19.7021, -0.1728, -0.0166, 0.2852
O, 13.1685, 4.7528, 21.9105, -0.1503, 0.2047, 0.6969
O, 17.2237, -3.2665, 22.0355, 0.2571, -0.518, -0.282
O, 14.8148, -6.5241, 20.8353, -0.0345, 0.24, 0.3495
O, 15.5059, -1.4273, 20.9702, -0.0949, -0.0149, 0.4199
O, 20.6212, -4.5735, 24.8347, -0.0919, -0.0783, 0.3464
O, 15.7353, 1.0662, 22.6457, -0.1198, -0.4684, 0.1736
O, 17.5932, 5.3396, 20.5246, -0.0404, -0.1241, 0.2802
O, 24.4999, -2.1704, -8.2445, 0.0115, 0.1567, -0.0095
O, 21.8229, -3.7442, 22.6476, 0.1304, 0.1194, 0.209
O, 20.1243, -0.872, 23.4825, 0.0244, -0.0072, 0.2822
O, 22.2999, -0.2198, 19.646, 0.6202, 0.2125, -0.0577
O, 21.1014, 5.4649, 20.39, -0.147, -0.0687, 0.3037
O, 22.5625, 1.5529, 21.5212, -0.2216, 0.3288, 0.4166
O, 20.8992, -7.3512, 19.809, -0.2334, -0.1397, 0.0577
O, 20.746, -4.7639, 20.4571, -0.3289, -0.0234, 0.4479
O, 18.8363, -0.3737, -6.2922, -0.424, 0.4343, -0.2795
O, 22.478, -2.7689, 20.3089, 0.5803, -0.2428, 0.0734
O, 24.9575, 1.9368, 20.3827, 0.5299, 0.2082, 0.2805
O, 20.0887, -2.3257, 21.3068, -0.2977, -0.0155, -0.5151
O, 9.7771, 3.7355, 19.4734, -0.1412, -0.0405, 0.2363
O, 11.3892, -4.0931, 20.1287, -0.2421, -0.0618, 0.1579
O, 10.8572, -6.5793, 20.7478, -0.2704, -0.3542, -0.0336
O, 15.5789, -3.3424, 23.9769, -0.0243, 0.6757, -0.2549
O, 10.7116, -1.7119, 21.0566, -0.2198, 0.0689, -0.0306
O, -20.8412, 0.2973, -8.2323, -0.4847, 0.6159, 0.2505
O, 17.8743, 5.2911, 23.1179, 0.0103, 0.1553, 0.4234
O, 17.2435, -0.6788, -8.3273, -0.5329, -0.1214, 0.1777
O, 15.2124, 2.2333, 24.9227, -0.2499, 0.2851, 0.2357
O, 17.3423, -5.8687, 20.3863, 0.4772, -0.1307, 0.2697
O, 18.033, -4.321, 24.3631, 0.1003, -0.2563, 0.0582
O, 15.7966, 5.4535, -6.8418, 0.1753, -0.1951, -0.2585
O, 19.3481, -8.426, 21.6389, 0.1042, 0.536, 0.5332
O, 20.2231, 0.3594, 21.1506, -0.5289, 0.1758, -0.1904
O, 24.516, 2.4178, 22.9219, 0.1482, -0.073, 0.3438
O, 22.3931, -6.0932, 23.6302, 0.3193, 0.0733, -0.0126
O, 9.5061, 3.029, 24.9369, 0.2183, 0.3428, 0.3267
O, -20.2768, -1.2588, -6.1638, -0.1688, -0.3572, 0.3724
O, 22.151, -8.9263, -7.5919, -0.1855, 0.1654, -0.2853
O, 17.6261, 3.3357, 24.9725, 0.2166, -0.0764, -0.0705
O, 15.4551, 3.4028, 21.5354, 0.2159, 0.4559, 0.0683
O, 11.4849, -0.7936, 23.4173, 0.4135, -0.2408, -0.2667
O, 16.3239, -5.592, 22.8096, -0.1193, -0.1323, 0.6646
O, -17.9141, -2.0944, -5.3411, -0.0965, -0.4668, -0.0584
O, 17.0161, 1.6715, 20.2789, 0.0555, -0.1625, 0.3766
O, 14.2736, 1.0536, -8.6458, -0.1867, 0.0091, -0.3473
O, 7.9244, -4.2322, 24.5854, -0.036, -0.4048, 0.3725
O, 21.3614, -6.4734, -7.7952, -0.2746, 0.0151, -0.3132
O, 17.4645, -5.613, -8.6469, 0.1746, -0.3091, -0.2441
O, 7.8179, -8.333, 24.2449, -0.0799, -0.1111, 0.3687
O, 20.5848, -7.9805, 24.1036, -0.2084, 0.0707, -0.0491
O, 21.2326, 0.5491, -5.665, -0.3456, 0.3898, 0.1048
O, 24.5633, -0.0836, 22.0081, -0.4721, -0.1214, 0.0582
O, 21.6063, 5.6593, -2.6282, -0.3293, 0.0689, 0.2064
O, 21.6384, 5.6651, -5.2136, -0.0667, 0.3262, -0.0243
O, 15.2919, -3.1951, -5.599, -0.1838, -0.2247, -0.3387
O, 9.5191, -2.5759, 23.2321, -0.0412, -0.0846, -0.3784
O, 17.6672, -2.7414, -6.5544, -0.2128, -0.1447, -0.34
O, 13.2723, 2.7593, 20.2221, -0.4753, 0.2133, -0.0847
O, 21.3787, 3.9826, -7.1942, -0.6021, 0.0102, 0.1412
O, 16.7706, -7.9846, 21.9038, -0.3123, -0.2093, 0.47
O, 22.0169, -8.1282, 22.0235, 0.457, -0.038, -0.0628
O, 9.952, -7.8785, 22.8707, -0.1836, 0.2473, -0.3621
O, 15.364, 2.826, -6.9727, 0.1214, -0.2955, 0.3643
O, 13.7007, 0.1752, 24.3319, 0.3905, -0.2648, -0.0851
O, 23.0222, 3.7293, -3.679, -0.427, 0.0965, -0.2494
O, 19.1206, -6.0359, -6.5915, 0.131, -0.4181, 0.4762
O, -20.2964, 3.7253, -8.0821, -0.1453, -0.3742, 0.398
O, 13.8361, -3.6182, -3.4612, -0.0011, -0.0573, 0.2516
O, 21.2245, -4.5306, -5.9609, 0.5718, -0.3072, 0.1176
O, 17.8457, 2.7182, 22.47, 0.2218, -0.3461, 0.0101
O, 13.011, -3.9929, 24.2945, -0.2076, 0.4067, -0.211
O, 11.449, 1.2455, 25.2065, 0.1315, 0.3026, 0.1415
O, 10.4946, -4.2179, 25.0295, -0.0423, 0.3229, 0.5557
O, 12.8356, -8.4537, -4.9458, -0.5842, -0.02, 0.4197
O, 19.513, -1.883, -8.2619, 0.3991, 0.4275, 0.2305
O, 13.5909, 4.5083, -5.8376, -0.0915, -0.2603, -0.2631
O, -18.0661, 0.0635, -6.749, 0.1945, 0.6247, 0.0264
O, 11.5522, -5.8058, 23.1315, 0.0117, 0.512, -0.2563
O, 22.3672, -0.7392, 24.9224, 0.223, -0.5345, -0.1364
O, -15.4627, 5.7241, -1.9179, -0.3172, 0.1834, -0.0569
O, -13.4069, -8.5254, -3.305, 0.0833, -0.2648, -0.3013
O, 14.4921, -7.5444, -6.7578, -0.2232, 0.2677, -0.3428
O, -17.2329, 0.2691, 24.4666, 0.0503, -0.2236, 0.3492
O, 10.1798, -8.9745, 25.2693, 0.2937, 0.0564, -0.0805
O, 19.9155, 3.745, 23.7001, 0.2329, 0.0898, -0.5884
O, -9.4444, 0.5626, -5.5614, 0.044, 0.28, 0.0291
O, 24.1952, -4.6343, -7.522, -0.2546, 0.1575, 0.3931
O, 13.4776, 2.3426, 22.8821, -0.548, -0.1953, 0.1392
O, 21.0319, 1.4443, 24.2885, 0.3964, -0.0734, 0.0213
O, 18.0146, -0.8322, 21.7733, -0.1017, 0.6748, -0.0899
O, -16.4563, -1.4523, -8.3025, 0.0838, -0.2068, 0.3096
O, 9.9244, -9.1722, -8.3275, -0.0106, -0.2648, 0.0038
O, -17.1821, 0.196, -2.2872, -0.13, 0.0887, 0.5181
O, -4.2525, 0.4031, -1.7636, -0.319, 0.051, -0.2514
O, -4.4172, 3.7187, -1.5131, -0.5025, 0.1153, -0.1922
O, -19.8802, 5.3044, -6.0268, -0.0476, 0.3354, -0.0342
O, -13.7532, -7.6149, -6.9443, 0.4325, 0.011, 0.1402
O, -3.6621, -5.1345, -3.3423, -0.0397, -0.1052, 0.1086
O, -5.8678, -6.6063, -3.2525, -0.1858, 0.0456, -0.4131
O, -14.5874, -0.0684, -1.8536, 0.3462, -0.146, -0.2133
O, -15.1589, 3.2226, -1.8207, -0.05, -0.3264, 0.097
O, -13.0955, 2.7909, -3.4199, 0.1044, -0.2544, -0.1948
O, -15.8539, -8.4704, -4.2099, -0.2624, -0.5623, -0.1245
O, -17.0475, -5.3864, -1.7115, 0.2344, 0.5047, 0.0717
O, -11.4568, -0.0031, -1.2737, -0.2544, 0.0174, -0.2604
O, -9.1206, -0.0961, -2.4057, -0.0498, -0.027, 0.2214
O, -9.5732, 3.7746, -0.2973, 0.1249, 0.0463, -0.039
O, -11.9917, 3.8578, -1.3, -0.4032, 0.1934, -0.0556
O, -11.9818, -7.7662, -1.2911, -0.0429, -0.1608, 0.142
O, -9.5541, -7.6266, -0.3574, 0.1225, 0.2011, -0.4842
O, -9.7477, -3.8027, -0.4478, 0.2732, 0.1329, -0.4414
O, -7.1646, 4.3182, -1.1981, 0.6909, -0.2084, -0.0684
O, -20.717, 2.9773, -3.9438, 0.166, 0.2222, -0.334
O, -7.0188, -7.606, -1.1342, -0.0125, 0.2602, -0.0849
O, 10.9391, 5.7019, 20.6925, -0.211, -0.0814, 0.4554
O, -7.3794, -3.7016, -1.4458, 0.4226, 0.0607, -0.3739
O, -5.8509, -3.8769, -3.4813, 0.4717, 0.4207, -0.022
O, -15.2184, 1.3917, 0.2769, -0.5361, 0.3462, -0.3473
O, -15.1969, -7.1306, -2.0667, 0.4418, 0.3983, -0.1511
O, -15.3985, -3.8328, 0.9795, 0.0606, -0.0339, -0.2844
O, -15.6493, -6.4052, 0.323, 0.2914, -0.2958, 0.0169
O, -3.8822, -1.3198, 0.1641, 0.2181, -0.2144, -0.2233
O, -4.4773, -8.1733, -1.6539, 0.0795, 0.0117, -0.2058
O, -3.848, -3.856, 0.904, 0.052, 0.0013, -0.3271
O, -3.9659, -6.3968, 0.1917, -0.1377, 0.2047, -0.4277
O, -8.2069, -5.6079, 18.8577, 0.1165, 0.1008, -0.0079
O, -17.9151, -5.8354, 20.0014, 0.334, 0.5377, 0.4878
O, -19.7406, -1.6754, 19.0268, -0.0399, 0.3201, 0.0964
O, -17.5389, -2.5263, 20.1458, 0.1852, -0.4075, -0.0084
O, -19.0019, 0.0458, -4.2526, -0.3447, 0.2412, -0.15
O, -18.3942, 2.3235, -3.0808, 0.329, 0.1465, -0.4263
O, -3.3751, 4.7935, -3.6769, 0.2571, 0.348, 0.4761
O, -17.5388, -7.8352, -0.9154, 0.3126, -0.6248, -0.1694
O, -4.9143, -6.7, -7.7721, 0.8572, -0.1304, 0.1004
O, -5.1745, -5.4185, -5.4745, 0.6413, 0.0972, -0.2708
O, -7.1711, -6.9009, -6.4518, -0.1227, -0.3345, 0.4841
O, -15.8072, -1.1814, -3.9529, 0.0292, 0.0324, 0.0415
O, -15.354, 1.4558, -3.7918, -0.2252, -0.0055, -0.6151
O, -15.2011, 4.0575, -4.3416, 0.113, 0.3535, 0.1768
O, -7.3196, -0.4734, -6.604, -0.456, -0.3887, 0.4712
O, 24.5662, 4.9807, 23.4523, 0.337, 0.0116, -0.3049
O, -16.9604, -6.0629, -4.3558, 0.0527, 0.1572, -0.395
O, -11.2572, -0.2479, -3.836, -0.8601, 0.033, -0.0652
O, -10.0451, -2.0315, -5.3834, 0.1756, -0.0154, -0.4086
O, -10.6508, 2.0734, -2.716, 0.4334, 0.1747, -0.2043
O, -11.0769, 4.4884, -3.7091, -0.3099, -0.0576, -0.5134
O, -10.8114, -3.948, -3.7064, 0.1412, 0.1374, 0.049
O, -13.9567, -5.1352, -6.048, -0.6887, -0.2216, 0.4007
O, -6.9384, 1.2, -2.996, 0.0678, -0.0616, -0.2687
O, -6.9115, -1.4813, -2.8202, 0.671, 0.0184, -0.4313
O, -7.1719, 1.9216, -5.4999, 0.3118, 0.1203, -0.1781
O, -10.7386, -4.3806, -8.3387, -0.0024, -0.1601, -0.0314
O, -8.3194, -3.3989, -3.9552, 0.0144, 0.0611, -0.0326
O, -17.1327, 0.0157, 19.5623, -0.4638, -0.184, 0.0906
O, -17.9321, 4.6464, 21.7711, -0.0863, 0.0313, 0.3667
O, -13.6521, -3.2981, 21.9962, 0.339, -0.0962, 0.1225
O, -15.6869, -6.9458, 20.7825, -0.1846, -0.2892, 0.2496
O, -15.3131, -1.417, 20.934, -0.0053, 0.117, 0.4305
O, -10.1447, -4.5647, 24.6904, -0.157, -0.0054, -0.2097
O, -17.4341, 2.4328, 23.0315, -0.389, -0.2209, 0.2758
O, -13.4622, 5.3462, 20.5672, -0.1023, 0.0086, 0.2868
O, -6.235, -2.1709, -8.3019, 0.0458, 0.3423, -0.4295
O, -8.9474, -3.6685, 22.5268, 0.0993, 0.3093, 0.0092
O, -10.747, -0.8216, 23.5057, 0.1042, -0.5066, -0.0182
O, -8.9971, -0.2125, 19.381, 0.575, 0.2784, -0.287
O, -8.3573, 1.1802, 21.5282, -0.0732, 0.1892, 0.7226
O, -9.9308, -7.3313, 19.9133, 0.1837, -0.1555, 0.0761
O, -10.1859, -4.7627, 20.4566, -0.2928, -0.1956, 0.5793
O, -11.8102, -0.3167, -6.3276, -0.2302, 0.5834, 0.0589
O, -8.6285, -2.7173, 20.1007, 0.7442, 0.0177, 0.172
O, -5.9587, 1.3111, 20.3473, 0.041, -0.4669, 0.2499
O, -10.8571, -2.3052, 21.3546, -0.4389, -0.1708, 0.037
O, -19.7433, -3.994, 20.2696, -0.3402, -0.101, 0.5594
O, -20.3343, -6.4912, 20.8471, -0.3137, -0.198, -0.1389
O, -15.2525, -3.3816, 23.985, -0.155, 0.4134, -0.2071
O, -19.5746, -1.7453, 21.6208, 0.3136, -0.0195, 0.4254
O, -5.4328, 0.2976, -8.1952, -0.0763, 0.4618, 0.1035
O, -12.9223, 5.199, 23.1489, -0.3165, 0.2763, 0.3782
O, -13.6053, -0.5874, -8.1722, -0.5059, -0.1766, 0.1307
O, -15.5998, 2.2451, 25.0026, -0.2767, 0.3263, 0.2495
O, -13.3244, -5.8295, 20.4204, 0.5491, -0.0149, 0.2423
O, -12.7572, -4.2966, 24.3028, -0.0073, 0.196, 0.1186
O, -15.0049, 5.5119, -6.6115, 0.2769, -0.0753, 0.0911
O, -11.2668, -8.9661, 21.4874, -0.237, -0.1452, -0.0155
O, -10.7997, 0.4016, 21.1589, -0.4461, 0.2532, 0.0268
O, -6.4934, 2.5372, 22.6392, 0.1538, 0.2195, -0.0048
O, -8.6234, -6.1613, 23.2276, 0.4071, 0.1416, -0.5334
O, 24.8734, 3.2155, 25.3344, 0.3572, 0.4633, -0.0766
O, -4.8497, -1.3467, -6.1827, -0.041, -0.2549, -0.0369
O, -8.6541, -8.8937, -7.5227, -0.1674, -0.0899, -0.1403
O, -18.703, -8.2507, 21.8931, 0.4477, 0.1321, 0.4245
O, -19.7022, -0.3123, 23.7695, -0.0231, 0.4034, -0.1282
O, -14.5066, -5.6095, 22.7855, -0.3375, -0.1056, 0.2674
O, -2.4727, -2.1721, -5.2938, -0.299, -0.6086, -0.206
O, -13.9318, 1.6907, 20.3222, -0.2055, -0.5022, -0.0731
O, -16.4963, 1.2074, -8.4349, 0.0672, -0.0151, -0.0345
O, 23.202, -3.9431, 24.8381, -0.048, -0.0851, 0.4833
O, -9.3448, -6.4139, -7.8505, 0.0204, -0.3182, -0.5877
O, -13.4542, -5.5711, -8.5735, -0.0457, -0.2373, -0.2322
O, 23.1024, -8.4787, 24.4589, -0.1647, 0.0237, 0.7004
O, -10.174, -8.1373, 24.0067, -0.2519, -0.279, -0.0586
O, -20.1755, 5.4516, 20.445, -0.1199, 0.2048, 0.4901
O, -6.3449, -0.1215, 22.4979, -0.1597, -0.1707, 0.2086
O, -8.9875, 5.6676, -2.5771, -0.2762, 0.0275, 0.6152
O, -9.1787, 5.6791, -5.145, 0.0247, 0.2159, 0.1967
O, -15.4923, -3.163, -5.5215, -0.1742, 0.0735, -0.2772
O, 24.7528, -2.3212, 23.3903, -0.3582, -0.3036, -0.2662
O, -8.713, -8.487, 21.8994, 0.6179, -0.3001, 0.2366
O, -13.1064, -2.634, -6.4317, 0.2653, -0.1137, 0.0674
O, -17.568, 2.4942, 20.3249, -0.3003, 0.2279, -0.0424
O, -9.3888, 3.989, -7.1178, -0.2942, 0.0486, 0.1698
O, -13.5998, -7.9004, 22.0686, -0.037, 0.0293, 0.4896
O, -21.0165, -7.8792, 23.0295, -0.435, 0.4188, -0.0271
O, -15.5294, 2.9056, -6.5962, 0.1789, -0.36, 0.4457
O, -7.6337, 3.7349, -3.6697, -0.1853, 0.1867, -0.1724
O, -11.6423, -6.1266, -6.6548, 0.1045, -0.4531, 0.3195
O, -17.0425, -3.5548, -3.4473, 0.0797, 0.1418, -0.0108
O, -9.6011, -4.5635, -5.9529, -0.0112, -0.1551, 0.1296
O, -13.0968, 2.651, 22.5328, 0.4625, -0.2405, -0.084
O, -17.825, -4.0659, 24.2493, -0.065, 0.2358, -0.5983
O, -14.0192, 1.9807, -8.5979, 0.3842, 0.3802, 0.1414
O, -20.3481, -4.1361, 24.9757, -0.0119, -0.082, 0.192
O, -18.3149, -8.3035, -4.9526, -0.6818, 0.5038, 0.3094
O, -6.5347, -4.6365, -7.627, -0.2545, 0.1622, 0.3878
O, -11.388, -1.8904, -8.3214, 0.6759, 0.4916, -0.0089
O, -17.337, 4.7153, -5.7856, -0.1672, 0.0087, -0.0547
O, -2.6271, -0.0876, -6.8047, -0.0612, 0.4644, 0.0806
O, -19.3145, -5.9085, 23.1758, 0.1288, 0.2996, -0.0683
O, -8.4765, -0.8932, 24.8827, 0.1287, -0.1558, -0.5442
O, -12.2006, -4.008, -1.5067, -0.4237, 0.151, -0.1365
O, -16.3537, -7.5329, -6.5438, -0.3552, 0.4257, -0.4383
O, -13.1701, 3.307, 25.0434, 0.4195, 0.444, 0.208
O, -15.3944, -8.4295, -8.8174, 0.3948, -0.0042, 0.0081
O, -10.9282, 3.585, 23.6704, 0.0913, 0.4065, -0.354
O, -12.4304, -7.8573, 25.2616, -0.247, -0.0771, -0.7549
O, -9.6251, 1.404, 24.3436, 0.1648, 0.1061, -0.5139
O, -12.9168, -0.8359, 21.8861, -0.2449, 0.4426, 0.2004
O, -1.1249, -1.6058, -8.4576, 0.2293, -0.0818, 0.4033
O, -20.9474, -9.1987, -8.2773, -0.0018, -0.0839, -0.4778
O, 2.9889, -7.8125, 25.2077, -0.4436, 0.34, -0.4424
O, -15.2448, 1.0795, 22.6847, -0.2751, -0.6189, -0.3327
O, 10.9122, -8.1937, -1.6422, 0.1256, -0.2954, -0.354
O, -0.0193, 5.7122, -1.9558, 0.2639, 0.0887, 0.1245
O, 5.8054, -4.6384, -5.881, 0.5126, -0.2193, 0.1591
O, 3.1283, -6.0482, -3.2684, 0.0114, -0.0514, -0.4661
O, 14.9511, 5.639, -2.5625, -0.7189, 0.0765, -0.2803
O, 2.2445, 3.3878, 24.9475, 0.1223, 0.6194, 0.2846
O, 12.4632, -8.1291, 22.1036, 0.4105, 0.1092, 0.7345
O, -15.4939, 3.4267, 21.6003, 0.2573, 0.5633, -0.2465
O, -6.9504, 4.7946, -6.4983, 0.0646, -0.3562, 0.3898
O, 24.1935, -9.3185, -2.9415, 0.3041, -0.2286, -0.2474
O, 5.9467, 0.5458, -5.6684, -0.2516, 0.3848, 0.1973
O, 23.8255, 4.7395, -6.546, 0.0242, -0.162, 0.0531
O, 2.3696, -2.7059, -6.5416, -0.0356, -0.141, -0.1667
O, 7.0636, 3.6934, 24.1988, 0.0034, 0.488, 0.2465
O, 19.8503, -8.2765, -3.9313, 0.3811, 0.1821, -0.4453
O, -15.299, -1.2592, 0.3096, -0.453, -0.1078, -0.465
O, -4.9733, 3.6885, -8.0859, 0.0029, -0.4513, 0.3344
O, 22.482, 3.5988, 24.28, -0.15, 0.5119, 0.33
O, 22.3535, 1.6505, -7.8386, 0.3686, -0.3245, -0.4711
O, 18.38, -6.1434, -3.2219, -0.4481, -0.047, -0.0816
O, 2.0733, -3.7245, -4.0243, -0.5213, 0.1142, 0.1902
O, -12.3204, -6.0521, -3.2394, -0.1807, -0.009, -0.1782
O, -13.3833, -3.7089, -3.942, -0.1557, 0.0435, 0.2371
O, 17.415, -3.81, -4.0506, -0.1824, 0.0607, 0.384
O, -17.413, 4.1252, -0.8119, -0.0204, -0.2333, -0.2817
O, 8.946, -9.383, -2.9243, 0.1658, -0.04, -0.4137
O, -6.4226, -9.2813, -3.0359, 0.2911, -0.0668, -0.3028
O, -10.8573, -8.247, -3.6779, 0.2909, 0.4408, -0.201
O, 2.0266, -8.5273, -3.3554, 0.1529, -0.1957, -0.6262
O, 4.5521, -8.2532, -3.7506, 0.2972, 0.3958, -0.3195
O, -8.4428, 1.6343, -7.7881, 0.1438, -0.2628, -0.1659
O, -2.184, 4.7929, 21.888, -0.0248, 0.1255, 0.4063

Results
total energy: -310646.912 eV
total energy less fixed offsets of O -438.25, Si -107.07 eV per atom: -9.572 eV
